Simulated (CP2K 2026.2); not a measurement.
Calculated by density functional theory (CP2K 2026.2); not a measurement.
Periodic cell of 2016 atoms, Si1440O576, from a study of silicon, its oxide and their interface. The atomic structure is a simulated model.
Doubt: the forces sum to 2.08 eV/angstrom along one axis rather than to zero, so they err by at least 0.0010 eV/angstrom per atom on average; the grid cutoff is modest.

Settings
functional: PBE
method: Gaussian and plane waves
basis set: DZVP-MOLOPT-SR-GTH
pseudopotentials: GTH-PBE
grid cutoff: 300 Ry, relative cutoff 40 Ry
k points: Gamma only
occupations: fixed
spin: none
net charge: 0

Cell vectors (angstrom)
a 65.28 0 0
b 0 16.32 0
c -0.4253 0.0981 33.3511

Atoms and the computed forces on them: element, x, y, z (angstrom), force x, y, z (eV/angstrom)
Si 1.526 -1.537 0.192 -0.098 0.128 0.77
Si 4.031 1.377 0.515 -0.007 -0.017 0.539
Si 1.836 3.508 -0.023 -0.207 0.179 0.66
Si 4.197 6.462 0.162 -0.009 0.184 0.692
Si 1.081 -6.552 0.018 0.19 -0.12 0.739
Si 3.717 -3.744 0.088 0.147 -0.095 0.737
Si 6.162 -0.836 0 0.229 -0.091 0.734
Si 9.996 0.899 -0.233 -0.25 0.268 0.735
Si 6.395 4.305 0.161 0.133 -0.024 0.699
Si 9.197 6.968 0.117 0.127 -0.024 0.703
Si 7.042 9.217 0.008 -0.137 0.102 0.76
Si 9.708 12.232 0.06 -0.183 0.007 0.633
Si 12.188 -1.253 0.399 -0.01 0 0.527
Si 14.753 1.679 0.23 -0.014 -0.057 0.613
Si 12.554 3.865 -0.014 -0.207 0.091 0.734
Si 15.257 6.585 0.077 -0.08 0.195 0.74
Si 11.806 9.915 0.002 0.188 -0.004 0.75
Si 14.434 -3.352 -0.159 0.144 -0.305 0.728
Si 18.109 -1.441 0.229 -0.34 0.078 0.659
Si 20.605 1.334 -0.136 -0.191 0.148 0.631
Si 17.446 4.314 0.041 0.262 -0.145 0.682
Si 20.779 6.574 0.274 -0.253 0.121 0.676
Si 17.735 -6.464 -0.297 -0.066 -0.14 0.638
Si 20.161 -3.819 0.418 0.213 -0.03 0.788
Si 22.811 -0.915 0.053 0.043 -0.081 0.703
Si 26.079 1.263 0.278 -0.217 0.118 0.694
Si 22.945 4.262 0.107 0.293 -0.229 0.597
Si 26.447 6.062 0.05 -0.038 0.246 0.714
Si 23.341 -7.039 0.242 -0.102 0.279 0.688
Si 26.148 -4.239 0.155 -0.177 0.094 0.672
Si 28.274 -0.984 0.123 0.281 -0.285 0.773
Si 30.897 1.805 -0.021 0.152 -0.091 0.669
Si 28.694 3.953 0.417 0.052 -0.03 0.54
Si 31.553 6.466 0.115 -0.14 0.158 0.681
Si 28.288 -6.547 0.039 0.244 -0.126 0.773
Si 31.435 12.481 -0.027 -0.229 -0.162 0.742
Si 34.121 -1.508 0.198 -0.004 0.198 0.632
Si 37.038 1.162 -0.073 -0.249 0.053 0.725
Si 33.9 4.431 0.142 0.014 -0.288 0.697
Si 36.432 6.973 0.279 0.2 0.018 0.667
Si 34.209 9.138 0.101 -0.171 0.268 0.748
Si 36.022 12.384 0.192 0.331 0.033 0.685
Si 39.08 -1.241 -0.464 0.262 -0.303 0.674
Si -23.366 1.349 -0.095 0.19 -0.092 0.713
Si 39.753 3.585 0.041 0.008 0.198 0.709
Si -22.786 6.429 -0.085 -0.238 0.208 0.75
Si 39.339 9.749 -0.334 -0.121 -0.113 0.799
Si -22.65 11.544 0.025 -0.066 0.202 0.747
Si -20.013 -1.641 -0.004 -0.208 -0.008 0.681
Si -17.434 1.031 0.181 -0.259 0.362 0.645
Si -20.589 4.182 -0.155 0.277 -0.135 0.734
Si -18.042 7.36 -0.075 0.058 -0.226 0.664
Si -20.371 9.413 0.376 0.018 -0.049 0.482
Si -17.918 12.344 -0.132 0.2 -0.123 0.681
Si -15.132 -1.175 0.12 0.333 -0.41 0.642
Si -12.514 1.507 0.171 0.237 -0.023 0.623
Si -14.67 3.768 0.108 -0.137 0.094 0.712
Si -12.436 6.892 0.146 0.164 -0.047 0.662
Si -14.687 9.098 -0.019 -0.128 0.31 0.701
Si -12.052 12.387 -0.122 -0.184 -0.176 0.77
Si -9.205 -1.404 0.113 -0.209 0.063 0.708
Si -6.794 1.401 0.615 -0.066 0.024 0.449
Si -8.894 3.626 0.071 -0.181 0.052 0.609
Si -6.995 6.98 0.026 0.315 -0.257 0.7
Si -9.201 -7.024 -0.06 -0.399 0.338 0.691
Si -7.081 -3.701 -0.015 0.161 -0.127 0.722
Si -4.547 -0.794 0.235 0.138 -0.279 0.677
Si -1.696 1.47 0.152 0.281 -0.088 0.7
Si -3.91 3.715 -0.078 -0.199 0.356 0.659
Si -1.662 7.182 -0.157 0.119 -0.29 0.708
Si -3.897 -6.927 0.038 -0.134 0.124 0.726
Si -1.072 -4.286 0.122 -0.134 0.059 0.703
Si 2.622 -0.053 1.63 -0.012 -0.027 -0.034
Si 5.407 2.811 1.655 0.011 0.013 -0.029
Si 2.675 5.251 1.403 -0.03 -0.003 -0.051
Si 5.403 8.126 1.33 0.022 -0.008 -0.056
Si 2.652 -5.409 1.352 -0.006 0.017 -0.055
Si 5.302 -2.582 1.367 0.024 -0.007 -0.087
Si 8.12 0.051 1.09 0.003 -0.005 -0.064
Si 10.899 2.661 1.182 -0.011 0.018 -0.064
Si 8.028 5.44 1.424 -0.006 -0.004 -0.062
Si 10.785 8.24 1.317 -0.023 -0.018 -0.049
Si 8.102 10.942 1.252 0.014 -0.025 -0.049
Si 10.806 -2.686 1.567 -0.004 0.006 -0.04
Si 13.602 0.144 1.566 0.022 0.005 -0.036
Si 16.317 2.846 1.478 0.003 0.007 -0.04
Si 13.627 5.47 1.349 0.019 -0.012 -0.054
Si 16.345 -7.927 1.14 0.055 -0.038 -0.058
Si 13.513 -5.211 1.148 0.02 -0.009 -0.09
Si 16.24 -2.551 1.213 0.076 -0.024 -0.044
Si 19.178 0.19 1.444 0.032 0.015 -0.061
Si 21.735 2.75 1.39 0.011 -0.032 -0.071
Si 19.058 5.444 1.373 -0.023 0.02 -0.025
Si 21.879 -8.205 1.598 -0.044 0.02 -0.039
Si 19.028 -5.512 1.482 -0.004 -0.016 -0.031
Si 21.806 -2.558 1.446 0.081 0.005 -0.033
Si 24.411 0.113 1.438 -0.005 -0.017 -0.063
Si 27.262 2.664 1.69 0.001 0.01 -0.072
Si 24.671 5.261 1.396 -0.047 0.029 -0.041
Si 27.264 -8.297 1.263 -0.047 0.025 -0.059
Si 24.535 -5.41 1.417 -0.007 0.016 -0.031
Si 27.282 -2.673 1.438 -0.004 0.02 -0.012
Si 29.913 0.134 1.37 0.027 -0.013 -0.079
Si 32.644 2.785 1.286 0.012 -0.019 -0.05
Si 30.048 5.414 1.563 0.022 -0.001 -0.074
Si 32.625 8.076 1.435 -0.012 -0.03 -0.06
Si 29.995 10.963 1.225 -0.004 0.007 -0.106
Si 32.6 -2.621 1.559 0.059 -0.013 -0.064
Si 35.436 0.051 1.291 0.015 0.042 -0.016
Si 38.17 2.565 1.405 -0.008 0.001 -0.038
Si 35.334 5.467 1.63 -0.025 0.012 -0.018
Si 38.12 8.271 1.198 0.067 0.03 -0.045
Si 35.11 10.796 1.575 -0.01 -0.033 0
Si 37.986 -2.829 1.017 -0.006 -0.032 -0.04
Si -24.587 -0.226 1.122 -0.036 0.016 -0.03
Si -21.744 2.582 1.168 -0.041 0.001 -0.047
Si -24.414 5.313 1.215 -0.022 0.024 -0.035
Si -21.809 7.967 1.429 -0.007 -0.047 -0.032
Si -24.486 10.765 1.252 -0.018 0.015 -0.062
Si -21.666 -2.898 1.164 -0.015 -0.004 -0.066
Si -19.001 -0.121 1.44 -0.008 -0.018 -0.049
Si -16.306 2.691 1.392 0.013 -0.003 -0.075
Si -19.003 5.458 1.097 -0.006 -0.008 -0.063
Si -16.339 8.167 1.395 0.019 -0.014 -0.05
Si -18.961 10.896 1.44 0.045 0.021 -0.045
Si -16.299 -2.869 1.239 -0.025 0.005 -0.027
Si -13.612 -0.035 1.497 0.004 -0.019 -0.016
Si -10.771 2.685 1.283 -0.026 0.003 -0.061
Si -13.6 5.367 1.455 -0.02 -0.001 -0.029
Si -10.827 8.167 1.266 0.007 -0.023 -0.032
Si -13.513 10.873 1.088 0.007 0.02 -0.062
Si -10.812 -2.628 1.363 0.04 0.015 -0.075
Si -8.196 -0.034 1.7 -0.011 -0.04 -0.039
Si -5.325 2.825 1.613 0.072 0.04 -0.036
Si -8.035 5.367 1.386 -0.02 0.029 -0.061
Si -5.423 8.163 1.319 0.005 0.025 -0.049
Si -8.152 -5.379 1.269 -0.017 0.018 -0.029
Si -5.504 -2.626 1.354 0.013 -0.012 -0.05
Si -2.846 0.065 1.579 0.018 -0.007 -0.058
Si 0.038 2.619 1.271 -0.013 0.025 -0.038
Si -2.765 5.462 1.1 0.005 0.007 -0.043
Si -0.076 8.175 1.293 -0.002 -0.01 -0.036
Si -2.709 -5.416 1.374 0.005 -0.003 -0.045
Si -0.015 -2.719 1.48 -0.005 0.017 -0.059
Si 1.225 1.338 2.843 -0.008 0.009 0.023
Si 3.977 4.084 2.949 0.001 0.01 0.033
Si 1.292 6.756 2.617 0.019 0.009 0.012
Si 4.043 9.529 2.652 -0.005 -0.002 0.019
Si 1.343 -4.086 2.816 0 -0.014 0.041
Si 4.034 -1.372 2.906 0.008 -0.013 0.039
Si 6.907 1.381 2.702 0.008 -0.046 0.038
Si 9.515 4.039 2.591 0.021 -0.005 0.02
Si 6.701 6.807 2.795 -0.005 0.001 0.029
Si 9.441 9.592 2.703 -0.022 0.013 0.025
Si 6.716 12.299 2.613 0.007 -0.004 0.011
Si 9.333 -1.285 2.683 0.007 0.058 0.031
Si 12.161 1.472 2.795 -0.021 0.011 0.039
Si 14.94 4.184 2.813 -0.004 0.002 0.046
Si 12.211 6.869 2.615 -0.014 -0.003 0.012
Si 14.897 -6.647 2.515 -0.031 -0.024 0.018
Si 12.244 -4.045 2.774 0.011 -0.017 0.028
Si 15.014 -1.27 2.767 0.001 -0.021 0.031
Si 17.707 1.451 2.758 -0.003 -0.001 0.028
Si 20.372 4.082 2.767 0.008 -0.013 0.028
Si 17.7 6.965 2.601 -0.026 0.036 -0.021
Si 20.454 -6.797 2.822 0.017 0.024 0.025
Si 17.542 -4.05 2.637 -0.022 0.029 0.026
Si 20.449 -1.239 2.833 -0.03 0.008 0.018
Si 23.099 1.444 2.821 -0.01 0.016 0.007
Si 25.871 4.025 2.937 -0.025 -0.02 0.043
Si 23.303 6.694 2.791 0.005 -0.017 0.019
Si 25.891 -6.897 2.692 0.061 0.007 0.006
Si 23.168 -4.01 2.733 0.004 -0.004 0.024
Si 25.81 -1.344 2.737 -0.013 0.002 0.003
Si 28.628 1.302 2.935 0.022 0.009 0.057
Si 31.394 4.037 2.856 -0.006 -0.006 0.031
Si 28.63 6.833 2.773 -0.021 -0.012 0.021
Si 31.26 9.544 2.677 0.012 0.034 0.001
Si 28.675 12.267 2.728 -0.001 -0.026 -0.002
Si 31.232 -1.237 2.784 -0.039 0.024 0.014
Si 34.013 1.377 2.627 -0.007 0.007 0.024
Si 36.782 3.991 2.721 0.018 -0.005 -0.009
Si 33.961 6.809 2.921 -0.018 0.018 0.027
Si 36.749 9.532 2.708 -0.018 -0.024 -0.024
Si 33.846 12.211 2.894 -0.02 0.012 0.06
Si 36.76 -1.431 2.584 0.027 -0.006 0.004
Si -25.794 1.145 2.692 0.04 -0.014 0.007
Si -23.064 3.964 2.617 0.034 -0.02 0.012
Si -25.814 6.771 2.525 0.011 0.004 0.02
Si -23.206 9.377 2.688 0.006 -0.024 -0.015
Si -25.853 12.24 2.507 -0.023 0.012 -0.007
Si -23.11 -1.507 2.476 0.025 0.02 0.006
Si -20.416 1.297 2.634 0 0.018 0.008
Si -17.69 4.128 2.598 -0.038 0.003 0.018
Si -20.34 6.663 2.683 0.017 -0.006 0.02
Si -17.591 9.553 2.779 -0.025 0.005 0.015
Si -20.379 12.223 2.734 0.017 -0.024 0.024
Si -17.603 -1.49 2.722 0.025 -0.023 0.023
Si -14.983 1.333 2.81 -0.009 -0.011 0.03
Si -12.133 4.041 2.716 -0.014 -0.022 0.009
Si -15.024 6.732 2.734 0.011 0.005 0.009
Si -12.213 9.537 2.595 -0.002 0.015 0.028
Si -14.887 12.146 2.581 0.017 -0.006 0.005
Si -12.194 -1.359 2.772 0.022 -0.002 0.033
Si -9.608 1.374 2.858 -0.026 0.01 0.027
Si -6.732 4.158 2.88 -0.004 -0.013 0.024
Si -9.5 6.761 2.648 -0.008 -0.004 0.021
Si -6.787 -6.752 2.652 0.005 0.012 0.015
Si -9.517 12.238 2.7 0.001 0.01 0.023
Si -6.781 -1.4 2.911 0.031 -0.013 0.034
Si -4.077 1.422 2.982 -0.027 -0.002 0.034
Si -1.349 4.118 2.546 -0.035 -0.009 0.002
Si -4.079 6.758 2.64 0.02 -0.022 0.002
Si -1.387 -6.807 2.747 0.008 0.002 0.014
Si -4.109 -4.029 2.668 -0.025 -0.009 0.024
Si -1.438 -1.37 2.782 0.04 0.008 0.016
Si -0.108 -0.015 4.178 0.01 -0.004 0.01
Si 2.609 2.684 4.199 0.007 -0.003 -0.001
Si -0.064 5.448 4.026 0.003 -0.018 -0.003
Si 2.665 8.148 3.993 -0.009 -0.016 0
Si -0.041 -5.452 4.126 -0.009 0.009 -0.006
Si 2.674 -2.742 4.205 -0.013 -0.003 0.01
Si 5.473 0.044 4.095 0.005 0.002 -0.032
Si 8.2 2.749 4.077 0.005 0.011 0.003
Si 5.364 5.486 4.194 0.009 0.004 0.007
Si 8.102 8.205 4.073 -0.006 0.009 -0.012
Si 5.388 10.914 4.014 -0.007 0.023 -0.009
Si 8.056 -2.693 4.047 -0.003 -0.017 0.02
Si 10.774 0.047 4.054 0.002 -0.003 -0.023
Si 13.562 2.806 4.129 0.027 -0.014 0.01
Si 10.855 5.464 3.962 0.001 -0.027 -0.013
Si 13.585 -8.066 3.939 0.029 0.045 0.014
Si 10.848 -5.417 4.074 0 -0.007 0.006
Si 13.615 -2.658 4.084 -0.006 -0.01 -0.012
Si 16.361 0.07 4.115 0.001 0.008 0.021
Si 19.041 2.766 4.157 0.021 0 0.008
Si 16.35 5.594 4.039 0.004 -0.002 -0.021
Si 19.051 -8.148 4.103 -0.004 -0.026 0.007
Si 16.233 -5.394 4.024 0.005 0.008 -0.01
Si 18.988 -2.684 4.016 0.001 -0.02 -0.059
Si 21.796 0.064 4.202 0.026 -0.005 0.01
Si 24.474 2.71 4.236 -0.018 -0.034 0.027
Si 21.813 5.408 4.098 0.014 -0.011 -0.004
Si 24.559 -8.182 4.14 0.003 0.015 0.007
Si 21.803 -5.376 4.097 0.004 0.008 0.023
Si 24.516 -2.707 4.134 -0.017 0.012 0.005
Si 27.189 -0.054 4.171 -0.021 0.008 -0.012
Si 29.994 2.71 4.206 0.015 0.011 -0.011
Si 27.264 5.468 4.155 0.001 0.012 -0.038
Si 29.956 8.194 4.119 0.047 0.004 0.005
Si 27.272 10.844 4.03 -0.027 0.002 -0.032
Si 29.943 -2.682 4.139 0.005 -0.019 -0.006
Si 32.687 0.052 4.082 0.006 0.015 0.011
Si 35.376 2.673 4.061 -0.028 -0.006 -0.015
Si 32.669 5.408 4.246 -0.007 0.014 0.01
Si 35.415 8.179 4.127 -0.026 0.01 -0.012
Si 32.545 10.831 4.19 -0.034 -0.02 0.034
Si 35.385 -2.741 4.037 0.007 0.008 -0.033
Si -27.196 -0.133 4.05 -0.008 -0.003 -0.002
Si -24.434 2.605 3.986 -0.026 -0.003 0.003
Si -27.139 5.42 3.985 0.014 0.04 0.004
Si -24.52 8.043 4.047 -0.014 -0.029 0.011
Si -27.163 10.907 4.001 0.036 -0.008 -0.01
Si -24.473 -2.78 3.928 -0.027 -0.003 0
Si -21.795 -0.097 3.932 -0.017 -0.031 -0.02
Si -19.044 2.703 3.963 0.029 0.015 -0.017
Si -21.723 5.317 4.03 -0.01 0.014 -0.016
Si -19.016 8.116 4.024 0.001 -0.023 -0.021
Si -21.785 10.794 3.992 -0.012 0.044 -0.032
Si -19.01 -2.768 4.096 -0.009 0.009 0.002
Si -16.315 -0.077 4.107 -0.009 -0.004 0.023
Si -13.551 2.699 4.085 0.011 0.009 -0.021
Si -16.362 5.395 4.084 0.007 -0.014 0.011
Si -13.59 8.158 3.986 -0.016 0.022 -0.03
Si -16.219 10.887 4.087 -0.015 0.029 0.019
Si -13.586 -2.782 4.019 -0.035 0.003 0.002
Si -10.916 -0.006 4.197 0.014 -0.013 0.009
Si -8.163 2.744 4.135 0.013 -0.019 -0.03
Si -10.843 5.447 4.079 0.017 -0.004 0.007
Si -8.152 8.171 4.007 -0.001 -0.009 -0.023
Si -10.893 10.868 4.037 -0.005 0.01 -0.001
Si -8.18 -2.78 4.157 -0.01 0.002 0.005
Si -5.461 0.013 4.238 0.005 -0.007 0.01
Si -2.647 2.828 4.125 0.026 0.014 -0.008
Si -5.389 5.521 4.167 0.032 0.007 0.028
Si -2.759 8.133 4.054 -0.004 -0.001 0.009
Si -5.451 -5.414 4.048 0.005 0.002 0.006
Si -2.783 -2.729 4.119 -0.025 0 0.009
Si 1.304 -1.331 16.307 0.006 -0.007 -0.011
Si 4.058 1.407 16.272 0.002 0.005 0.003
Si 1.345 4.082 16.317 -0.006 -0.01 -0.01
Si 4.08 6.811 16.268 -0.009 0.011 -0.005
Si 1.288 -6.776 16.268 -0.007 -0.005 -0.017
Si 4.025 -4.081 16.23 0.001 0.003 -0.024
Si 6.793 -1.338 16.218 0.005 -0.003 -0.006
Si 9.51 1.376 16.215 0.023 0.01 -0.011
Si 6.802 4.131 16.255 0.019 -0.006 -0.005
Si 9.547 6.852 16.302 -0.005 0.017 0.019
Si 6.776 9.526 16.234 -0.023 0 -0.006
Si 9.519 -4.084 16.248 -0.009 -0.001 -0.007
Si 12.272 -1.328 16.252 0.003 0.003 -0.012
Si 14.974 1.336 16.226 -0.029 -0.001 -0.01
Si 12.222 4.12 16.205 0.012 -0.018 -0.016
Si 14.93 -9.506 16.231 0.011 -0.011 -0.019
Si 12.225 -6.782 16.316 0.004 -0.011 -0.005
Si 14.966 -4.069 16.314 0.005 -0.027 -0.004
Si 17.666 -1.392 16.298 -0.022 0.013 0.02
Si 20.413 1.341 16.297 0.001 0.018 -0.009
Si 17.689 4.03 16.25 0.009 -0.018 -0.013
Si 20.436 -9.496 16.207 0.006 0.004 -0.012
Si 17.682 -6.741 16.245 0.008 0.005 -0.009
Si 20.375 -4.084 16.328 0.017 -0.014 -0.004
Si 23.084 -1.383 16.36 -0.014 0.021 0.009
Si 25.854 1.301 16.349 -0.001 0.005 0.004
Si 23.167 4.035 16.266 -0.012 0.001 -0.012
Si 25.862 -9.531 16.326 -0.007 0.006 -0.013
Si 23.136 -6.816 16.313 -0.004 0.007 -0.013
Si 25.845 -4.071 16.288 -0.003 -0.002 -0.006
Si 28.592 -1.392 16.375 -0.005 -0.008 0.003
Si 31.333 1.358 16.34 0.001 -0.001 -0.002
Si 28.579 4.046 16.329 -0.004 -0.013 -0.007
Si 31.348 6.748 16.322 -0.004 0 -0.001
Si 28.579 9.475 16.296 -0.015 -0.005 0
Si 31.315 -4.103 16.354 -0.004 -0.006 0.01
Si 34.101 -1.356 16.352 0.014 -0.006 -0.004
Si 36.727 1.333 16.402 0.005 -0.01 -0.005
Si 34.029 4.026 16.394 -0.004 -0.006 0.002
Si 36.766 6.759 16.332 -0.02 0 -0.012
Si 34.036 9.51 16.346 0.003 -0.001 -0.006
Si 36.736 -4.105 16.34 0.003 0.002 -0.012
Si -25.872 -1.397 16.33 0.012 -0.018 -0.009
Si -23.143 1.345 16.298 0.016 -0.005 -0.007
Si -25.866 4.026 16.382 -0.021 -0.008 0.01
Si -23.122 6.783 16.276 0.002 0.007 -0.002
Si -25.831 9.468 16.324 -0.003 -0.002 -0.009
Si -23.084 -4.112 16.285 -0.001 -0.001 -0.005
Si -20.421 -1.415 16.256 -0.011 -0.006 -0.016
Si -17.663 1.349 16.24 0.004 -0.003 -0.018
Si -20.411 4.104 16.26 -0.005 -0.015 -0.009
Si -17.653 6.837 16.305 0.009 0.014 -0.006
Si -20.378 9.514 16.294 0.003 0.008 -0.006
Si -17.65 -4.081 16.305 0.002 0.013 -0.001
Si -14.971 -1.362 16.356 0.009 0.011 -0.008
Si -12.266 1.358 16.427 0.013 -0.004 0.004
Si -14.931 4.096 16.312 -0.003 0.009 -0.004
Si -12.238 6.774 16.363 -0.01 0.01 -0.012
Si -14.985 9.542 16.282 -0.013 -0.01 -0.009
Si -12.208 -4.038 16.379 0.008 0.019 -0.006
Si -9.537 -1.319 16.409 0.016 -0.01 -0.001
Si -6.853 1.387 16.455 -0.007 0.006 0.009
Si -9.595 4.074 16.466 -0.025 0.028 0
Si -6.845 6.837 16.424 0.008 -0.002 0.007
Si -9.536 9.549 16.416 0.002 0.009 -0.003
Si -6.795 -4.035 16.398 0.017 -0.011 -0.003
Si -4.102 -1.335 16.436 -0.001 -0.002 0.003
Si -1.336 1.364 16.379 0.003 -0.016 0.006
Si -4.113 4.104 16.35 -0.011 -0.005 -0.01
Si -1.396 6.814 16.32 0.004 -0.005 -0.01
Si -4.142 9.525 16.376 0.008 -0.009 -0.013
Si -1.411 -4.048 16.378 0.015 -0.009 -0.01
Si 2.649 0.081 17.61 -0.007 0.012 0.009
Si 5.445 2.773 17.603 -0.02 0.005 0.001
Si 2.756 5.422 17.625 0.007 0.001 -0.009
Si 5.411 8.202 17.612 0.004 -0.023 0.011
Si 2.62 -5.394 17.595 -0.001 0.015 -0.015
Si 5.422 -2.725 17.518 -0.009 0 -0.021
Si 8.168 0.005 17.571 -0.005 -0.026 0.009
Si 10.851 2.772 17.531 -0.026 0.011 0.006
Si 8.178 5.476 17.618 0 0.004 0.022
Si 10.885 8.203 17.737 0.03 -0.004 0.008
Si 8.147 10.858 17.584 0.023 0.011 0.007
Si 10.889 -2.692 17.554 0.003 0.002 -0.013
Si 13.699 -0.041 17.631 0.018 -0.021 0.02
Si 16.286 2.688 17.605 0.008 0.002 0.009
Si 13.559 5.463 17.585 -0.017 0.022 0.013
Si 16.321 -8.135 17.522 -0.017 -0.012 0.013
Si 13.602 -5.433 17.67 -0.003 0.024 0.016
Si 16.318 -2.731 17.715 0.003 0.024 0.032
Si 19.031 -0.028 17.629 0.029 -0.003 0.007
Si 21.846 2.658 17.631 0.007 -0.005 0.004
Si 19.128 5.398 17.493 0.018 -0.009 -0.007
Si 21.758 -8.184 17.645 0.005 -0.021 0.009
Si 18.996 -5.416 17.695 -0.036 0.009 -0.016
Si 21.689 -2.73 17.732 -0.007 -0.029 0.005
Si 24.476 -0.056 17.723 -0.013 -0.003 -0.008
Si 27.212 2.681 17.688 0.012 -0.005 0.006
Si 24.483 5.408 17.639 0 -0.013 -0.007
Si 27.243 -8.189 17.691 -0.014 0.013 0.017
Si 24.486 -5.412 17.635 0.002 -0.004 -0.008
Si 27.187 -2.763 17.706 0.004 -0.003 -0.016
Si 29.984 0 17.682 -0.02 0.004 0.014
Si 32.668 2.66 17.789 0.008 0 -0.003
Si 30 5.361 17.662 0.001 -0.016 -0.019
Si 32.665 8.15 17.681 0.007 -0.01 0.016
Si 29.892 10.847 17.663 -0.011 0.012 -0.01
Si 32.775 -2.766 17.646 0.006 0.008 0
Si 35.394 -0.002 17.828 -0.003 -0.016 0
Si 38.053 2.669 17.814 0.004 0.011 0.022
Si 35.429 5.397 17.7 0.018 0.01 0.014
Si 38.102 8.105 17.724 0.018 0.004 -0.012
Si 35.432 10.826 17.725 -0.017 -0.015 -0.007
Si 38.023 -2.714 17.729 -0.021 -0.001 0.013
Si -24.521 -0.014 17.65 -0.028 0.021 -0.005
Si -21.769 2.74 17.603 -0.002 -0.002 0.021
Si -24.512 5.468 17.651 -0.004 0.015 -0.018
Si -21.728 8.118 17.619 0.003 -0.001 0.006
Si -24.457 10.859 17.619 0.02 0.007 0.001
Si -21.733 -2.772 17.676 0.026 -0.012 0.008
Si -19.013 -0.063 17.528 0.017 0.006 -0.003
Si -16.334 2.74 17.594 -0.025 0 -0.003
Si -19.04 5.467 17.608 -0.011 0.015 -0.02
Si -16.345 8.25 17.691 -0.025 0.021 0.016
Si -19.015 10.891 17.649 0.004 -0.025 -0.007
Si -16.312 -2.737 17.719 -0.019 0.008 0.018
Si -13.634 -0.026 17.765 -0.016 -0.034 0.004
Si -10.982 2.724 17.878 -0.018 -0.011 0.006
Si -13.567 5.397 17.742 0.014 -0.022 0.01
Si -10.924 8.164 17.735 0.008 0.001 -0.002
Si -13.608 10.88 17.625 0.004 -0.014 -0.036
Si -10.851 -2.684 17.796 -0.024 -0.027 0.025
Si -8.258 0.056 17.84 -0.01 0.017 -0.01
Si -5.432 2.759 17.752 -0.002 0.015 0.005
Si -8.22 5.475 17.775 0.013 0.001 0.013
Si -5.495 8.21 17.807 -0.015 0.01 0.012
Si -8.157 -5.378 17.755 -0.018 0.017 -0.015
Si -5.465 -2.688 17.82 0.018 0.006 0.022
Si -2.663 -0.006 17.766 0.012 0.005 -0.012
Si 0.021 2.744 17.741 0.015 0 0.024
Si -2.762 5.476 17.687 0.015 -0.003 -0.014
Si -0.022 -8.15 17.652 -0.012 0.019 0.011
Si -2.77 -5.448 17.711 0.003 0.009 0.005
Si -0.029 -2.677 17.724 -0.018 0.013 -0.011
Si 1.428 1.43 19.141 0.023 -0.009 -0.025
Si 4.133 4.112 19.026 -0.019 0.006 0.004
Si 1.409 6.807 18.929 0.009 0 -0.035
Si 3.961 -6.761 18.897 -0.009 -0.021 -0.043
Si 1.301 -4.08 19.05 -0.004 -0.021 0.002
Si 4.023 -1.366 18.792 -0.022 -0.009 -0.021
Si 6.816 1.39 18.894 0.049 -0.003 -0.002
Si 9.517 4.081 18.979 -0.012 -0.012 -0.032
Si 6.836 6.883 18.946 0.001 0.006 -0.04
Si 9.505 9.63 19.066 -0.017 0.033 0.019
Si 6.733 -4.122 18.87 -0.003 0.004 -0.047
Si 9.499 -1.401 18.916 0.003 -0.034 -0.028
Si 12.283 1.414 18.766 0.022 0.023 -0.032
Si 14.932 4.111 18.906 0.014 -0.018 -0.015
Si 12.242 6.751 19.056 -0.026 0.017 -0.019
Si 14.97 -6.873 18.968 0.021 -0.017 -0.026
Si 12.263 -3.954 18.961 0.06 -0.009 -0.016
Si 15.016 -1.386 19.153 -0.006 0.024 -0.02
Si 17.638 1.302 18.948 -0.019 -0.014 -0.012
Si 20.536 4.118 18.88 0.011 0.054 -0.02
Si 17.728 -9.553 18.728 -0.008 0.016 -0.052
Si 20.374 -6.816 18.973 0.019 -0.009 -0.014
Si 17.648 -4.076 19.136 0.019 -0.014 -0.001
Si 20.271 -1.381 19.104 -0.019 0.011 -0.012
Si 23.116 1.283 19.099 -0.004 -0.001 -0.011
Si 25.817 4.048 19.013 0.019 -0.025 -0.008
Si 23.102 -9.582 18.998 -0.023 0.005 -0.012
Si 25.863 -6.748 18.978 0.019 0.015 -0.022
Si 23.104 -4.104 19.03 0.013 -0.001 -0.046
Si 25.829 -1.425 19.092 -0.024 0.017 0.004
Si 28.608 1.352 19.054 0.022 -0.004 -0.024
Si 31.287 4.019 19.128 -0.056 0.008 0.006
Si 28.663 -9.597 18.984 -0.012 0.02 -0.028
Si 31.239 9.494 19.007 0.011 -0.012 -0.029
Si 28.504 -4.165 19.057 -0.031 -0.052 -0.014
Si 31.442 -1.368 18.933 0.006 0.043 -0.032
Si 34.01 1.335 19.234 0.007 -0.009 -0.002
Si 36.675 4.053 19.199 -0.007 0.017 -0.026
Si 34.104 6.821 18.991 0.022 0.018 -0.022
Si 36.78 9.457 19.117 -0.034 0.019 -0.017
Si 34.099 -4.115 19.068 0.017 0.014 -0.027
Si 36.727 -1.364 19.236 0.023 -0.01 0.003
Si 39.426 1.252 19.138 -0.036 -0.027 -0.005
Si -23.127 4.139 18.947 0.03 0 -0.022
Si 39.41 6.737 19.124 0.003 -0.037 -0.004
Si -23.106 9.462 18.935 -0.017 0.009 -0.039
Si 39.428 -4.117 18.954 0.01 -0.012 -0.05
Si -23.149 -1.384 18.938 0.001 -0.01 -0.033
Si -20.316 1.346 18.813 -0.011 0.01 -0.05
Si -17.671 4.12 18.931 0.01 -0.033 -0.021
Si -20.315 6.845 19.016 0.031 0.009 0.002
Si -17.704 9.618 19.114 0.004 -0.009 -0.029
Si -20.327 -4.106 19.061 -0.006 0.042 -0.014
Si -17.774 -1.398 19.01 -0.011 0.001 -0.032
Si -15.081 1.37 19.006 0.025 -0.001 -0.008
Si -12.403 4.002 19.314 -0.049 0.017 0.012
Si -14.886 6.903 18.931 0.033 0.03 -0.041
Si -12.292 9.571 19.037 0 0.008 -0.013
Si -14.9 -4.126 19.034 0.019 0.017 -0.001
Si -12.259 -1.376 19.166 -0.003 -0.008 -0.03
Si -9.651 1.375 19.292 0.029 -0.041 0.003
Si -6.818 4.119 19.098 -0.008 0.013 -0.048
Si -9.625 6.807 19.146 0.001 -0.008 -0.025
Si -6.863 9.608 19.179 0.035 -0.003 -0.008
Si -9.432 -4.004 19.175 0.022 0.028 -0.02
Si -6.849 -1.277 19.162 0.003 -0.035 -0.018
Si -3.978 1.428 19.065 0.011 0.022 -0.033
Si -1.385 4.144 19.031 0.003 -0.018 -0.018
Si -4.097 6.81 19.093 -0.005 -0.002 -0.011
Si -1.41 -6.837 19.035 -0.01 -0.008 -0.038
Si -4.076 -4.106 19.137 0 -0.013 -0.025
Si -1.308 -1.349 19.195 -0.006 0.013 -0.017
Si 0.04 0.083 20.547 -0.012 -0.002 0.079
Si 2.904 2.782 20.526 -0.01 -0.011 0.045
Si 0.058 5.492 20.281 -0.005 -0.007 0.036
Si 2.723 8.158 20.308 0.01 0.007 0.038
Si -0.036 -5.505 20.393 -0.011 0.029 0.069
Si 2.716 -2.65 20.253 -0.005 0.007 0.068
Si 5.405 -0.02 20.068 -0.046 0.004 0.017
Si 8.138 2.69 20.325 0.018 0.003 0.061
Si 5.51 5.509 20.307 0.022 0.003 0.067
Si 8.134 8.232 20.399 -0.005 -0.03 0.039
Si 5.286 -5.392 20.207 -0.002 0.027 0.042
Si 8.066 -2.785 20.23 0.096 0.047 0.045
Si 10.967 0.018 20.056 -0.008 -0.004 0.028
Si 13.546 2.764 20.212 -0.01 0.006 0.056
Si 10.85 5.407 20.427 0.001 0.004 0.066
Si 13.682 8.045 20.385 0.043 -0.031 0.021
Si 10.844 11.149 20.331 -0.089 -0.027 0.071
Si 13.572 -2.728 20.53 -0.008 -0.01 0.017
Si 16.436 -0.009 20.521 -0.022 -0.055 0.053
Si 19.065 2.755 20.028 -0.001 0.023 0.009
Si 16.394 5.476 20.108 -0.013 0.003 0.061
Si 19.037 -8.303 20.17 0.014 -0.024 0.033
Si 16.267 -5.516 20.395 -0.011 -0.008 0.034
Si 18.894 -2.666 20.608 0 0.016 0.044
Si 21.688 -0.086 20.457 0.008 0.016 0.046
Si 24.488 2.695 20.432 -0.011 0.002 0.04
Si 21.821 5.392 20.458 0.02 -0.033 0.039
Si 24.462 -8.148 20.21 -0.011 -0.002 0.012
Si 21.692 -5.463 20.354 -0.003 0.009 0.02
Si 24.446 -2.771 20.471 -0.023 0.002 0.045
Si 27.222 -0.033 20.372 0 0.01 0.043
Si 29.945 2.65 20.556 -0.02 -0.002 0.074
Si 27.305 5.341 20.287 0.005 -0.016 0.01
Si 29.894 -8.183 20.403 -0.004 -0.006 0.023
Si 27.143 -5.479 20.536 0.002 0.034 0.06
Si 30.031 -2.761 20.104 0.003 -0.024 0.009
Si 32.677 -0.123 20.545 0.01 -0.011 0.043
Si 35.234 2.782 20.658 0.003 0.018 0.038
Si 32.679 5.518 20.278 0.028 0.002 0.048
Si 35.436 8.097 20.499 -0.026 0.005 0.049
Si 32.654 10.839 20.297 -0.004 -0.004 0.036
Si 35.37 -2.791 20.584 0.009 0.004 0.043
Si 38.107 -0.055 20.705 0.007 -0.007 0.018
Si 40.802 2.767 20.285 -0.016 0.014 0.025
Si 38.085 5.385 20.588 -0.012 -0.006 0.066
Si 40.828 8.136 20.349 0.015 0.014 0.075
Si 38.189 10.819 20.406 0.015 0.007 0.055
Si 40.739 -2.708 20.275 -0.034 0.028 0.041
Si -21.7 -0.003 20.106 0.022 -0.008 0.058
Si -18.956 2.645 20.226 0.004 -0.025 0.003
Si -21.672 5.429 20.284 -0.01 -0.015 0.015
Si -19.07 8.266 20.5 -0.008 0.007 0.043
Si -21.71 10.786 20.277 0.024 -0.023 0.037
Si -19.025 -2.753 20.513 0.001 0.014 0.081
Si -16.435 0.004 20.317 -0.038 0.01 0.029
Si -13.992 2.638 20.639 0.018 0.045 0.082
Si -16.339 5.622 20.152 -0.049 0.011 0.011
Si -13.619 8.208 20.421 -0.013 -0.004 0.051
Si -16.276 10.966 20.46 -0.038 -0.029 0.048
Si -13.537 -2.879 20.484 0.043 -0.013 0.046
Si -11.13 0.057 20.688 -0.004 0.036 0.039
Si -8.139 2.75 20.504 0.002 0.013 0.059
Si -10.945 5.395 20.58 0.024 0.006 0.041
Si -8.291 8.263 20.483 -0.016 0.001 0.049
Si -10.874 -5.428 20.36 -0.007 0.008 0.044
Si -8.167 -2.573 20.656 -0.013 -0.02 0.027
Si -5.345 0.077 20.37 0.014 -0.003 0.02
Si -2.689 2.828 20.486 -0.024 0.006 0.053
Si -5.473 5.514 20.469 -0.019 -0.016 0.054
Si -2.734 -8.198 20.467 0.027 0.024 0.036
Si -5.49 -5.378 20.579 0.015 -0.018 0.04
Si -2.618 -2.834 20.512 0.006 -0.052 0.023
Si 1.768 -1.06 21.669 -0.318 -0.083 -0.721
Si 4.112 1.046 21.663 0.115 0.364 -0.655
Si 1.25 4.032 21.655 0.328 0.114 -0.698
Si 4.36 7.092 21.597 -0.084 -0.165 -0.717
Si 1.119 -7.104 21.64 0.111 0.076 -0.672
Si 4.291 -3.73 21.565 -0.146 -0.233 -0.7
Si 6.521 -1.536 21.396 0.179 0.102 -0.652
Si 9.802 1.469 21.423 -0.2 -0.065 -0.705
Si 7.016 4.288 21.628 -0.165 -0.082 -0.725
Si 9.184 6.547 21.684 0.2 0.16 -0.765
Si 6.432 -6.905 21.517 0.192 -0.019 -0.646
Si 9.565 -3.64 21.8 0.006 -0.226 -0.675
Si 12.469 -0.899 21.618 -0.264 -0.457 -0.647
Si 14.745 1.255 21.484 0.315 0.132 -0.73
Si 11.97 3.717 21.676 0.161 0.373 -0.7
Si 15.421 6.902 21.664 -0.332 -0.014 -0.608
Si 12.35 9.707 21.36 0.014 -0.086 -0.761
Si 14.59 -4.53 21.741 0.234 0.344 -0.8
Si 17.493 -1.41 22.24 0.01 -0.009 -0.786
Si 20.416 1.598 21.472 -0.196 -0.411 -0.643
Si 17.969 4.299 21.335 -0.052 -0.034 -0.742
Si 20.119 -9.816 21.622 0.235 0.133 -0.716
Si 17.521 -7.174 21.483 -0.091 0.176 -0.645
Si 20.645 -3.804 21.674 -0.155 -0.109 -0.751
Si 22.892 -1.622 21.812 0.115 0.248 -0.73
Si 26.08 1.54 21.687 -0.145 -0.101 -0.749
Si 22.828 3.68 21.815 0.392 0.458 -0.609
Si 26.043 -9.386 21.36 0.041 0.026 -0.561
Si 23.184 -6.76 21.607 -0.194 -0.212 -0.648
Si 25.392 -4.468 21.821 0.372 0.257 -0.729
Si 28.886 -1.276 21.421 -0.118 0.106 -0.66
Si 31.025 0.933 21.825 0.101 0.222 -0.705
Si 28.279 3.794 21.802 0.23 0.113 -0.691
Si 31.595 -9.225 21.601 -0.216 -0.067 -0.758
Si 28.238 -7.195 21.745 0.087 0.252 -0.698
Si 31.399 -3.971 21.539 -0.059 -0.148 -0.718
Si 33.652 -1.801 21.936 0.307 0.253 -0.67
Si 36.865 1.626 21.91 -0.1 -0.217 -0.633
Si 33.998 4.504 21.904 -0.107 -0.357 -0.681
Si 36.472 6.49 21.94 0.232 0.211 -0.746
Si 33.794 9.316 21.638 0.176 0.14 -0.745
Si 37.073 -3.964 21.746 -0.222 -0.018 -0.759
Si 39.337 -1.765 21.931 0.099 0.374 -0.612
Si 42.542 1.656 21.315 -0.11 -0.016 -0.731
Si 39.263 3.721 21.8 0.115 0.212 -0.734
Si 42.458 6.994 21.544 -0.078 -0.071 -0.72
Si 39.815 9.737 21.744 -0.246 -0.249 -0.694
Si 41.956 -4.322 21.355 0.095 0.06 -0.734
Si -20.3 -1.1 21.6 -0.096 -0.295 -0.739
Si -17.998 1.094 21.738 0.363 0.255 -0.667
Si -20.501 3.797 21.479 0.121 0.199 -0.638
Si -17.401 7.097 21.623 -0.244 -0.031 -0.674
Si -20.724 9.327 21.848 0.278 0.219 -0.678
Si -17.213 -3.644 21.814 -0.133 -0.068 -0.723
Si -15.051 -1.444 21.467 -0.012 -0.025 -0.525
Si -13.048 0.897 21.991 0.174 0.149 -0.74
Si -15.541 4.164 21.721 0.178 -0.203 -0.691
Si -12.122 7.028 21.793 -0.167 -0.275 -0.676
Si -15.196 9.328 21.765 0.123 0.182 -0.682
Si -11.883 -3.98 21.879 -0.379 -0.16 -0.692
Si -9.898 -1.492 21.95 0.25 0.188 -0.689
Si -6.426 1.663 21.7 -0.099 -0.044 -0.683
Si -9.179 4.392 21.82 -0.258 -0.184 -0.741
Si -7.068 6.741 21.702 0.279 0.115 -0.774
Si -9.94 9.323 21.82 0.34 0.158 -0.692
Si -6.451 -3.642 21.924 -0.197 -0.151 -0.658
Si -4.148 -1.496 21.62 0.085 0.045 -0.594
Si -1.018 1.812 21.803 -0.209 -0.329 -0.686
Si -4.301 3.975 21.797 0.207 0.138 -0.711
Si -1.065 6.974 21.692 -0.178 -0.08 -0.717
Si -3.955 -6.688 21.806 -0.214 -0.147 -0.69
Si -1.593 -4.558 21.879 0.199 0.349 -0.654
Si 5.505 3.944 24.289 0.06 -0.078 -0.056
Si 5.869 6.35 26.043 -0.138 0.039 -0.019
Si 3.08 7.397 25.909 0.046 -0.054 -0.084
Si 9.057 -5.126 -4.581 -0.16 -0.026 -0.036
Si 7.774 -7.897 26.123 0.098 0.109 -0.054
Si 6.077 0.102 23.783 -0.01 0.072 -0.098
Si -1.023 1.059 24.782 0.028 0.101 -0.051
Si 11.53 5.044 -6.449 0.075 -0.089 -0.066
Si 5.466 -0.034 -5.315 -0.052 -0.036 -0.123
Si 0.602 -3.015 -6.584 0.056 0.028 0.068
Si 6.499 -5.911 24.305 -0.072 0.055 -0.053
Si 10.127 2.19 -6.012 -0.072 -0.025 0.035
Si 18.493 -7.279 -5.859 -0.094 0.07 -0.156
Si 17.753 8.179 -3.038 -0.006 0.016 0.148
Si 17.722 -4.328 -2.479 -0.005 0.029 0.145
Si 10.821 -7.056 25.816 -0.068 0.051 -0.076
Si 10.516 -0.463 26.189 0.01 -0.001 -0.111
Si 10.123 -0.802 23.265 0.103 -0.007 -0.1
Si 18.721 0.764 23.985 -0.063 -0.06 -0.14
Si 31.053 1.574 24.773 0.051 -0.052 -0.081
Si 25.083 -4.703 24.792 -0.047 0.067 -0.072
Si 20.778 -6.917 25.996 -0.054 -0.035 -0.022
Si 21.947 7.667 23.831 0.022 0.016 -0.121
Si 17.4 -4.49 25.819 -0.033 -0.197 0.141
Si 25.698 1.868 -2.699 -0.022 -0.061 0.185
Si 28.365 -7.89 -6.061 -0.101 -0.095 0.056
Si 28 3.74 -6.179 -0.009 0.082 -0.189
Si 24.715 4.435 26.108 0.043 0.035 -0.057
Si 29.42 -0.794 25.871 -0.109 0.071 -0.076
Si -31.237 -2.561 -5.702 0.16 0.035 -0.034
Si 29.389 4.007 24.65 -0.047 0.033 -0.143
Si 26.589 -1.021 25.648 -0.031 0.111 -0.116
Si -28.247 -1.175 25.45 0.023 -0.059 -0.007
Si -30.645 -2.491 24.645 -0.107 0.028 -0.074
Si 22.212 1.127 -4.593 0.025 0.019 0.105
Si 28.274 -2.757 24.028 0.044 0.022 0.013
Si -22.831 -3.627 24.171 0.029 -0.117 -0.115
Si -24.518 3.878 24.589 0.046 -0.072 -0.194
Si -32.292 0.548 -1.83 -0.186 0.007 0.105
Si -25.478 -7.534 24.747 -0.06 0.028 -0.195
Si -32.586 7.568 26.116 -0.016 -0.038 -0.045
Si -28.586 -2.962 -4.15 -0.082 -0.029 0.001
Si -23.331 1.26 24.14 0.098 0.014 0.003
Si -19.052 4.774 -5.528 0.032 0.036 -0.081
Si -26.527 6.801 -4.177 0.104 -0.031 0.147
Si -23.378 6.565 24.43 -0.07 -0.029 -0.096
Si -24.9 -4.705 25.891 0.086 -0.037 -0.018
Si -20.511 -5.684 24.786 -0.036 -0.118 -0.263
Si -24.752 -0.06 -5.859 0.026 -0.111 -0.112
Si -15.638 -0.55 25.864 -0.019 -0.118 0.037
Si -22.444 -3.467 -5.407 0.026 0.041 -0.002
Si -13.699 5.465 23.989 -0.014 -0.031 0.007
Si -15.342 -3.521 26.048 -0.045 -0.083 -0.072
Si -15.459 -3.603 -4.309 -0.003 0.185 -0.07
Si -17.412 3.731 26.095 -0.029 0.013 -0.078
Si -12.014 3.522 25.764 -0.119 0.068 0.035
Si -17.567 -4.85 24.735 0.093 -0.003 -0.127
Si -14.701 6.268 -4.003 -0.048 0.017 0.114
Si -18.152 4.684 23.222 0.14 -0.062 -0.147
Si -8.973 -1.134 24.89 -0.038 0.021 -0.169
Si -6.557 3.058 -7.016 -0.065 0.037 0.023
Si -9.454 4.219 24.885 0.098 0.039 0.023
Si -2.741 -6.356 -6.814 -0.01 0.084 0.082
Si -4.797 -1.581 25.483 -0.063 0.06 -0.059
Si -12.672 -7.591 26.084 0.057 0.141 -0.036
Si -5.765 -6.909 -4.242 0.019 -0.058 0.033
Si -1.007 -5.063 24.864 0.092 0.014 -0.139
Si -5.687 -8.042 24.081 0.13 0.042 -0.143
Si -4.594 -0.235 -5.309 -0.058 0.092 0.117
Si 2.977 5.281 23.806 0.007 0.014 -0.086
Si -5.858 -6.128 -7.07 0.217 -0.08 -0.026
Si 0.459 -1.333 24.304 -0.068 0.044 -0.01
Si -2.482 -1.184 24.112 0.14 0.015 -0.029
Si 5.285 4.863 -4.665 -0.082 -0.036 -0.004
Si 3.875 -4.521 24.549 0.137 0.087 -0.033
Si 14.767 7.13 -2.895 0.174 -0.092 0.064
Si -1.443 7.043 -3.171 0.022 0.051 0.109
Si 5.234 -1.976 25.84 0.03 -0.065 -0.074
Si 7.723 -7.725 -4.366 0.111 -0.042 0.021
Si 15.42 -2.998 24.206 0.142 0.102 0.006
Si 10.179 6.853 -4.499 -0.113 -0.085 -0.006
Si 4.105 2.284 -4.093 0.041 -0.022 0.057
Si 2.787 8.153 -2.046 -0.069 -0.03 0.102
Si 7.735 -3.687 26.198 0.005 -0.002 -0.038
Si 22.849 -4.438 -7.09 0.043 -0.061 -0.089
Si 19.212 3.324 -2.277 0.035 -0.165 0.02
Si 6.514 3.15 -2.67 -0.092 0.034 0.118
Si 15.483 2.317 -4.877 0.045 -0.087 0.043
Si 12.682 -2.432 25.423 -0.055 -0.007 -0.041
Si 11.231 7.691 23.405 -0.041 -0.043 -0.135
Si 24.485 -3.086 -4.72 0.034 0.027 -0.019
Si 17.844 -1.139 -2.687 0.096 -0.059 0.014
Si 20.537 -4.253 -3.689 -0.025 0.17 0.041
Si 20.356 -3.238 -6.424 0.003 0.068 0.067
Si 13.509 -2.967 -5.074 0.05 0.114 0.02
Si 24.317 0.18 23.974 -0.001 0.007 -0.095
Si 19.069 -5.579 23.667 -0.034 -0.035 -0.108
Si 27.637 1.219 -4.731 -0.105 0.064 0.079
Si 24.636 6.197 23.827 -0.119 0.017 0.015
Si 26.969 -3.589 -6.032 -0.041 0.061 -0.011
Si 20.511 1.994 -7.109 0.014 0.061 -0.124
Si 22.717 2.737 24.74 -0.038 0.089 -0.206
Si 31.089 7.039 -2.883 0.037 -0.046 0.18
Si -29.231 1.447 24.911 0.004 -0.023 -0.051
Si 23.285 3.512 -2.987 -0.055 0.051 0.135
Si -32.666 -5.672 -1.928 0.036 0.032 0.005
Si 31.996 5.442 24.043 0.07 -0.049 -0.226
Si 30.174 -0.499 -4.62 0.031 0 0.033
Si 32.289 -4.918 -4.887 -0.131 0.029 0.154
Si -26.299 2.43 -6.991 0.012 -0.099 0.041
Si -30.054 2.711 -1.957 -0.032 0.025 -0.096
Si -30.017 -7.222 26.111 0.048 -0.054 -0.044
Si 28.919 6.017 -4.409 -0.046 0.166 0.019
Si -32.403 0.119 -4.914 -0.001 0.127 -0.049
Si -25.476 -0.665 24.702 0.117 -0.261 -0.012
Si -16.404 -7.98 -2.363 0.043 -0.056 0.118
Si -28.248 -5.299 -2.145 0.211 -0.114 0.026
Si -26.638 -3.242 -5.929 0.085 -0.095 0.008
Si -31.318 2.207 -6.856 0.018 -0.077 0.001
Si -22.526 -3.657 -2.564 0.124 0.01 -0.033
Si -21.506 -1.1 24.528 0.034 0.122 -0.165
Si -19.093 3.662 -2.84 -0.001 -0.015 0.134
Si -20.846 6.581 26.122 0.012 0.028 0.052
Si -21.924 -0.344 -5.214 -0.032 -0.111 0.027
Si -19.327 -0.307 -6.776 0.14 0.051 -0.013
Si -11.167 -1.35 -7.049 -0.003 -0.012 0.002
Si -5.148 -4.954 -2.113 -0.003 -0.058 0.192
Si -10.712 5.952 -6.897 -0.015 -0.038 0.014
Si -16.171 4.063 -2.556 0.021 -0.061 0.088
Si -10.991 -6.553 -4.861 0.062 -0.148 0.048
Si -11.81 5.848 -2.7 0.025 -0.071 0.059
Si -10.234 -5.369 -2.339 0.016 0.118 -0.022
Si -13.132 0.932 25 0.123 0.102 -0.066
Si -9.216 -3.06 -4.136 0.078 -0.002 0.088
Si -14.954 -6.144 24.717 -0.053 0.017 -0.025
Si -10.181 -4.1 -6.661 0.102 0.015 -0.014
Si -2.407 -3.878 -2.548 0.074 -0.055 -0.067
Si -10.92 -5.622 24.233 -0.043 -0.029 -0.172
Si -1.123 -6.207 -4.071 0.063 0.017 -0.046
Si -0.552 -2.142 -4.003 0.132 -0.079 0.018
Si -4.207 6.938 -4.35 -0.032 0.086 -0.007
Si -3.872 7.058 26.122 -0.08 0.085 -0.019
Si 1.673 -6.388 24.571 -0.087 0.018 -0.024
Si 6.248 -1.864 -3.019 -0.131 -0.008 0.13
Si -0.058 0.108 -2.006 -0.03 -0.071 0.042
Si 6.84 1.823 26.081 0.033 -0.004 -0.084
Si 1.243 2.877 -2.835 0.028 0.119 0.086
Si 4.328 -4.23 -2.906 -0.089 0.135 0.055
Si 2.776 6.54 -4.57 0.009 -0.009 0.055
Si 1.384 -4.324 -4.125 -0.059 0.011 0.009
Si 10.263 -4.18 24.662 -0.062 0.065 -0.045
Si 9.297 2.283 -3.009 0.146 0.005 0.018
Si 0.213 4.854 -4.775 -0.012 0.006 0.07
Si 9.132 -2.824 -2.747 -0.035 0.054 0.176
Si 11.079 -1.432 -4.476 0.039 0.045 0.102
Si 5.555 -6.775 -2.701 0.03 -0.079 0.021
Si 15.521 0.745 -2.525 0.093 0.014 0.208
Si 19.972 6.299 -2.509 -0.141 -0.076 0.077
Si 10.567 5.044 -2.073 0.034 -0.062 0.186
Si 11.471 -6.683 -4.91 0.063 0.075 0.052
Si 16.389 2.67 23.581 0.091 0.026 -0.035
Si 15.393 5.314 24.467 0.028 0.073 -0.203
Si 14.407 5.24 -5.117 0.063 0.034 -0.002
Si 18.264 3.377 -5.396 0.027 0.076 0.139
Si 13.141 -6.861 -2.677 -0.002 0.04 0.064
Si 20.515 -1.341 -4.146 -0.002 -0.066 -0.015
Si 15.013 -4.62 -2.921 -0.024 0.08 0.08
Si 13.725 -0.102 -4.453 -0.038 0.052 -0.046
Si 24.099 -3.043 -1.66 0.12 0.096 0.112
Si 22.667 6.498 -3.701 0.053 -0.091 0.107
Si 17.062 6.182 -6.4 0.109 -0.087 0.041
Si 24.519 6.979 -5.814 0.163 0.08 -0.065
Si 12.512 5.266 24.199 0.003 -0.037 -0.023
Si 29.767 -6.724 -2.551 0.04 0.061 0.121
Si 24.925 0.029 -4.705 0.054 -0.05 0.159
Si -30.183 4.145 -4.706 0.201 -0.144 0.055
Si 24.834 7.589 -1.773 -0.02 -0.025 0.001
Si 26.708 7.729 -3.876 -0.046 0.01 0.039
Si 29.75 -2.202 -2.258 0.107 -0.079 0.199
Si 25.538 -7.687 25.409 -0.045 -0.016 0.13
Si 22.003 -5.171 -1.546 -0.019 -0.067 0.033
Si -27.483 4.939 -6.155 -0.068 -0.002 -0.071
Si 29.309 -4.301 -4.279 0.082 0.01 0.064
Si -28.003 6.995 24.99 0.004 -0.054 -0.198
Si 29.612 -5.395 23.812 -0.04 -0.018 -0.142
Si -31.408 6.812 -4.201 -0.011 0.098 -0.082
Si -26.114 -1.684 -3.623 -0.012 -0.038 0.191
Si -17.885 7.273 -6.589 -0.018 0.011 -0.012
Si -26.966 5.57 -1.605 -0.006 -0.032 0.074
Si -24.768 7.525 -1.958 0.029 -0.005 -0.081
Si 31.043 -6.808 -6.931 -0.019 0.019 -0.073
Si -30.047 -5.278 23.857 -0.052 0.005 -0.169
Si -21.868 -0.609 -2.099 0.043 0.021 0.119
Si -15.17 6.054 -6.953 -0.123 -0.11 -0.098
Si -28.969 -7.562 -4.261 -0.022 -0.088 -0.016
Si -20.35 -4.991 -4.121 -0.122 -0.018 0.037
Si -17.512 -5.341 -3.019 -0.033 0.013 0.305
Si -17.382 1.471 -2.887 0.043 -0.078 0.058
Si -13.726 -2.275 -2.269 0.064 0.011 0.111
Si -17.736 1.086 24.858 -0.088 0.03 -0.167
Si -10.661 0.565 -1.909 -0.008 -0.105 0.133
Si -20.051 -7.383 -5.94 0.128 0.014 0.037
Si -16.82 -0.87 -4.941 0.021 0.098 -0.043
Si -9.61 7.243 -4.317 0.063 0.107 0.058
Si -7.171 -0.601 -3.876 0.015 -0.004 -0.074
Si -3.994 2.901 -5.67 0.066 -0.117 0.051
Si -9.901 3.534 -2.609 -0.018 0.061 0.037
Si -6.585 0.655 24.555 0.043 -0.008 -0.107
Si -11.593 -1.121 -4.109 0.027 -0.09 0.039
Si -7.158 -3.573 24.895 0.102 -0.002 -0.188
Si -1.602 3.538 26.206 -0.082 -0.042 0.006
Si -4.627 -0.194 -2.495 -0.032 -0.003 0.042
Si -7.666 2.348 -4.204 0.119 -0.067 0.079
Si -6.812 6.989 -3.005 0.039 0.016 0.07
Si -2.477 5.281 24 -0.076 0.033 -0.183
Si -4.866 2.906 -2.833 0.027 0.003 0.056
Si 1.297 -1.358 5.505 0.002 -0.007 0.016
Si 4.062 1.358 5.47 0.003 -0.007 0.019
Si 1.266 4.112 5.471 -0.014 -0.01 0.001
Si 3.995 6.864 5.471 -0.006 0.005 0.005
Si 1.333 9.491 5.429 0.013 -0.008 -0.007
Si 4.059 12.213 5.479 0.015 -0.013 0.01
Si 6.757 -1.348 5.469 0.007 0.001 0.004
Si 9.502 1.4 5.475 0 -0.006 0.004
Si 6.789 4.093 5.432 -0.008 -0.021 0.008
Si 9.495 6.813 5.366 0.008 -0.01 0
Si 6.745 9.574 5.411 -0.012 0.001 0.005
Si 9.475 -4.029 5.39 0.002 0.009 0.008
Si 12.194 -1.306 5.388 -0.007 0.002 0.014
Si 14.948 1.418 5.434 -0.013 0.001 0.018
Si 12.196 4.172 5.431 -0.007 0.009 -0.006
Si 14.945 6.915 5.367 -0.016 0.02 0.004
Si 12.224 -6.781 5.389 0.002 -0.019 0.003
Si 14.934 -4.045 5.438 -0.007 0.009 0.019
Si 17.692 -1.331 5.446 -0.023 -0.009 0.001
Si 20.404 1.407 5.519 -0.021 -0.008 -0.002
Si 17.671 4.18 5.428 -0.003 0.018 0.001
Si 20.434 6.801 5.433 -0.001 -0.009 -0.003
Si 17.648 -6.75 5.381 -0.003 0.018 -0.009
Si 20.379 -4.032 5.403 0.017 0.014 -0.008
Si 23.158 -1.344 5.496 0.023 0.002 0.017
Si 25.86 1.33 5.527 -0.006 -0.01 0.023
Si 23.118 4.087 5.539 -0.006 0.017 0.01
Si 25.904 6.81 5.521 -0.002 -0.014 0.007
Si 23.158 -6.786 5.436 -0.016 0.008 -0.008
Si 25.897 12.206 5.423 0.02 0.002 -0.009
Si 28.558 -1.395 5.519 -0.003 0.009 0
Si 31.354 1.35 5.523 0 -0.013 0.015
Si 28.609 4.089 5.51 -0.005 0.002 0.015
Si 31.289 6.81 5.506 -0.014 -0.001 0.015
Si 28.595 9.538 5.477 -0.012 -0.005 0.007
Si 31.261 12.253 5.519 -0.017 -0.015 0.017
Si 34.039 -1.363 5.409 -0.012 -0.002 0.005
Si -28.541 1.284 5.393 -0.018 -0.01 -0.014
Si 34.073 4.03 5.499 0.013 -0.001 -0.003
Si -28.504 6.756 5.408 0.001 -0.023 0.002
Si 34.019 9.514 5.478 0.008 0 -0.01
Si -28.527 12.227 5.403 -0.005 -0.004 -0.01
Si -25.8 -1.45 5.382 0.015 -0.014 0.01
Si -23.094 1.268 5.367 0.016 -0.003 0.005
Si -25.79 4.02 5.337 0.002 -0.01 -0.006
Si -23.099 6.709 5.37 0.013 0.007 0.007
Si -25.84 9.487 5.369 -0.003 -0.003 0.005
Si -23.135 12.18 5.338 0.014 0.015 0.007
Si -20.41 -1.385 5.37 -0.011 0.015 0.009
Si -17.7 1.336 5.376 -0.005 0.01 0.01
Si -20.377 4.001 5.411 0.008 -0.021 0.009
Si -17.686 6.777 5.432 0.002 0.002 0.02
Si -20.405 9.463 5.372 0.009 -0.013 0.006
Si -17.636 12.206 5.436 0.023 -0.001 0.016
Si -14.93 -1.422 5.43 0.008 0.001 0.013
Si -12.264 1.356 5.52 -0.015 -0.001 0.016
Si -14.95 4.057 5.415 -0.006 -0.001 0.014
Si -12.24 6.81 5.392 -0.021 0.002 0.002
Si -14.905 9.491 5.426 0.005 -0.025 0.006
Si -12.237 12.212 5.423 0.003 0.016 0.003
Si -9.525 -1.381 5.495 0.012 0.023 0.016
Si -6.843 1.38 5.527 0.001 0 0.03
Si -9.511 4.108 5.481 -0.012 -0.003 0.013
Si -6.806 6.868 5.455 -0.01 0.014 0.013
Si -9.525 9.505 5.397 0.008 -0.012 -0.011
Si -6.805 12.203 5.486 0.007 -0.006 0.002
Si -4.095 -1.368 5.529 -0.009 0.006 0.01
Si -1.397 1.405 5.521 -0.014 0.003 0.001
Si -4.054 4.129 5.495 0.006 -0.012 0.023
Si -1.401 6.795 5.432 -0.004 -0.001 0.001
Si -4.11 -6.798 5.415 0.007 0.001 -0.001
Si -1.411 -4.087 5.468 0.015 0.002 0.012
Si 2.691 0.002 6.831 0.01 -0.006 -0.01
Si 5.415 2.744 6.801 0.008 -0.004 -0.004
Si 2.647 5.475 6.811 -0.003 0.012 -0.002
Si 5.387 8.221 6.792 -0.013 0.011 0
Si 2.68 10.855 6.81 0.013 0.005 -0.001
Si 5.402 -2.714 6.822 -0.01 0.003 -0.006
Si 8.131 0.023 6.805 0.002 0 0.001
Si 10.871 2.775 6.797 0.001 -0.004 -0.006
Si 8.147 5.47 6.768 -0.004 0.001 -0.012
Si 10.864 -8.153 6.738 0.021 0.002 -0.004
Si 8.124 -5.395 6.762 0.004 -0.002 -0.004
Si 10.847 -2.677 6.755 0.007 -0.002 -0.007
Si 13.573 0.04 6.762 0.008 -0.006 -0.008
Si 16.312 2.791 6.776 -0.002 0.002 -0.006
Si 13.594 5.529 6.745 0.003 0.007 0.002
Si 16.306 -8.097 6.768 0 -0.013 -0.001
Si 13.568 -5.416 6.77 -0.005 0 -0.003
Si 16.316 -2.695 6.783 0.001 -0.011 0.003
Si 19.044 0.016 6.825 0.032 -0.006 0.002
Si 21.764 2.737 6.887 0.007 -0.004 0.007
Si 19.061 5.472 6.81 0.017 -0.005 -0.004
Si 21.782 -8.143 6.789 0.001 -0.001 0.005
Si 19.03 -5.413 6.754 -0.012 0.009 0.004
Si 21.755 -2.706 6.797 -0.013 0.009 -0.003
Si 24.509 -0.018 6.883 0.011 -0.003 0.002
Si 27.236 2.715 6.847 -0.009 0.004 -0.015
Si 24.512 5.454 6.852 -0.005 -0.004 0.002
Si 27.254 8.175 6.859 0.006 0.009 0.003
Si 24.522 10.877 6.802 0 -0.005 -0.005
Si 27.215 -2.77 6.852 0.013 -0.019 0.005
Si 29.956 -0.023 6.838 -0.007 0.008 -0.008
Si 32.704 2.7 6.874 0.004 0.01 -0.006
Si 29.95 5.447 6.874 -0.007 0.027 -0.004
Si 32.682 8.144 6.846 0.006 -0.004 0.003
Si 29.924 10.884 6.871 -0.006 0.031 0.003
Si 32.686 -2.717 6.809 0.011 -0.021 -0.008
Si -29.891 -0.032 6.8 0.001 0.001 -0.011
Si -27.17 2.679 6.721 0 0.009 0.001
Si -29.847 5.411 6.809 -0.007 0.006 0.015
Si -27.175 8.137 6.768 -0.007 0.014 -0.003
Si -29.887 10.883 6.796 -0.005 0.001 0.007
Si -27.162 -2.769 6.779 0.012 0.009 -0.002
Si -24.461 -0.064 6.743 -0.016 0.008 0.002
Si -21.745 2.637 6.752 0.007 -0.005 0.005
Si -24.456 5.368 6.746 0.016 -0.004 -0.002
Si -21.759 8.101 6.738 0.001 -0.011 -0.002
Si -24.471 10.833 6.739 -0.007 -0.006 -0.003
Si -21.767 -2.769 6.714 -0.007 0.002 -0.014
Si -19.062 -0.015 6.751 -0.018 0.02 -0.002
Si -16.321 2.683 6.759 0.011 -0.02 -0.011
Si -19.039 5.394 6.773 -0.011 0.01 -0.003
Si -16.299 8.136 6.772 -0.005 0.006 -0.001
Si -19.028 10.825 6.744 -0.005 0.007 -0.006
Si -16.302 -2.747 6.807 -0.003 0.001 -0.001
Si -13.614 -0.041 6.829 -0.004 -0.012 0.007
Si -10.878 2.735 6.835 0.002 -0.006 -0.007
Si -13.601 5.445 6.768 0.004 -0.004 -0.006
Si -10.88 8.155 6.78 -0.008 0.01 -0.012
Si -13.574 10.855 6.804 -0.008 -0.005 -0.003
Si -10.9 -2.744 6.82 -0.007 -0.008 -0.003
Si -8.19 -0.002 6.863 0.005 -0.002 0
Si -5.447 2.752 6.834 0.012 -0.004 -0.007
Si -8.151 5.476 6.821 0.014 0.001 -0.007
Si -5.465 8.207 6.832 -0.006 -0.001 -0.005
Si -8.184 10.847 6.815 0.002 0.001 0.002
Si -5.474 -2.732 6.855 0.006 0.004 -0.004
Si -2.759 0.029 6.865 -0.003 0.005 -0.001
Si -0.041 2.752 6.872 0.002 0.003 -0.006
Si -2.732 5.478 6.864 0.003 -0.006 -0.005
Si -0.04 8.154 6.797 0 -0.005 -0.002
Si -2.768 -5.449 6.814 -0.003 -0.004 -0.003
Si -0.065 -2.72 6.843 0 0.01 0.001
Si 1.337 1.379 8.188 0.014 0.027 -0.002
Si 4.039 4.111 8.141 0.006 -0.007 -0.005
Si 1.301 6.816 8.19 0 -0.009 -0.005
Si 4.041 9.54 8.19 -0.003 -0.004 0.001
Si 1.315 -4.089 8.166 0 -0.011 -0.008
Si 4.038 -1.363 8.183 -0.01 -0.013 0.007
Si 6.765 1.378 8.158 -0.01 -0.011 -0.004
Si 9.496 4.118 8.145 0.004 -0.003 -0.002
Si 6.768 6.835 8.111 -0.001 -0.002 -0.007
Si 9.498 -6.777 8.092 -0.004 0.001 -0.005
Si 6.782 -4.058 8.161 -0.002 0.007 -0.002
Si 9.505 -1.33 8.146 0.002 0.009 0
Si 12.235 1.403 8.138 0.007 0.014 0.003
Si 14.943 4.146 8.119 0.001 0.002 -0.004
Si 12.227 6.846 8.126 -0.002 0 0.001
Si 14.944 -6.758 8.133 0.003 0.005 0.001
Si 12.206 -4.047 8.111 -0.008 -0.007 0.002
Si 14.94 -1.329 8.117 -0.014 -0.01 -0.002
Si 17.669 1.405 8.137 -0.009 0.001 -0.015
Si 20.395 4.111 8.199 -0.002 -0.002 0.002
Si 17.676 6.847 8.127 0.005 0.006 -0.008
Si 20.398 -6.778 8.123 -0.002 0.001 -0.006
Si 17.682 -4.061 8.133 0.006 0.011 -0.001
Si 20.414 -1.345 8.168 -0.006 0.004 0.01
Si 23.142 1.359 8.21 -0.003 -0.006 -0.003
Si 25.87 4.076 8.198 0 0.001 -0.001
Si 23.136 6.823 8.178 0.002 0.002 -0.005
Si 25.869 9.528 8.192 0.013 0.002 0.005
Si 23.135 -4.079 8.143 -0.003 -0.005 -0.01
Si 25.871 -1.392 8.211 -0.018 0.006 -0.003
Si 28.602 1.347 8.195 0 -0.001 -0.002
Si 31.327 4.071 8.203 0.008 -0.002 -0.008
Si 28.597 6.806 8.223 -0.002 -0.014 0.002
Si 31.318 9.514 8.195 0.001 0.006 -0.017
Si 28.573 -4.095 8.234 -0.022 -0.028 0.014
Si 31.318 -1.381 8.191 -0.002 -0.002 -0.009
Si -31.226 1.32 8.198 -0.014 0.005 0
Si -28.499 4.031 8.141 -0.01 0.007 -0.006
Si -31.228 6.765 8.172 -0.005 0.001 -0.003
Si -28.537 9.491 8.142 -0.006 -0.011 0.001
Si -31.239 -4.085 8.169 0.015 0.016 0.005
Si -28.522 -1.397 8.141 0 -0.004 0.002
Si -25.819 1.317 8.099 0.015 -0.013 -0.006
Si -23.102 4.016 8.114 0.002 -0.008 0.002
Si -25.805 6.76 8.109 0.002 -0.004 -0.013
Si -23.108 9.477 8.102 0.007 0.005 -0.002
Si -25.816 -4.136 8.134 -0.007 -0.009 -0.001
Si -23.104 -1.414 8.111 0.003 -0.001 -0.007
Si -20.395 1.32 8.15 -0.004 -0.003 0.004
Si -17.668 4.048 8.135 0.003 0.012 -0.01
Si -20.402 6.757 8.121 0.007 -0.007 0.002
Si -17.669 9.489 8.129 0.005 -0.015 -0.001
Si -20.392 -4.114 8.09 -0.003 0 -0.006
Si -17.686 -1.368 8.124 0.015 0.007 -0.009
Si -14.979 1.337 8.156 -0.018 -0.011 0.002
Si -12.252 4.096 8.165 0 0.006 -0.005
Si -14.949 6.789 8.151 -0.001 0.01 0
Si -12.22 9.508 8.17 0.001 0.01 0.006
Si -14.942 -4.106 8.162 -0.005 0.007 0
Si -12.241 -1.379 8.19 0.006 0.006 0.003
Si -9.536 1.371 8.209 0.003 -0.015 0.005
Si -6.807 4.11 8.194 0.009 -0.001 -0.007
Si -9.533 6.812 8.175 0.004 0.003 -0.006
Si -6.832 9.529 8.21 0.004 -0.002 -0.001
Si -9.531 -4.095 8.18 -0.004 0.001 -0.004
Si -6.827 -1.359 8.213 -0.003 0.01 0.005
Si -4.127 1.379 8.216 -0.007 -0.008 0.005
Si -1.406 4.101 8.229 -0.007 -0.003 0.002
Si -4.115 6.833 8.197 0.015 0.001 -0.003
Si -1.401 -6.804 8.167 0.004 -0.002 -0.003
Si -4.113 -4.088 8.2 -0.01 -0.004 -0.009
Si -1.401 -1.342 8.206 0.011 0.001 -0.007
Si -0.037 0.024 9.547 -0.003 -0.018 -0.003
Si 2.693 2.752 9.523 0.005 -0.013 0
Si -0.046 5.465 9.568 0.006 -0.002 0.005
Si 2.673 8.178 9.534 0.009 0.004 0.006
Si -0.05 -5.437 9.53 0.007 0.006 -0.004
Si 2.667 -2.719 9.528 0.007 0.006 -0.002
Si 5.408 0.014 9.515 0.003 0.015 -0.003
Si 8.136 2.746 9.495 -0.008 -0.003 -0.007
Si 5.41 5.474 9.481 -0.014 0.004 -0.004
Si 8.136 -8.128 9.465 -0.001 -0.004 -0.008
Si 5.41 -5.409 9.52 -0.007 0.003 -0.001
Si 8.146 -2.693 9.506 0.003 -0.003 -0.001
Si 10.872 0.034 9.492 0.003 -0.006 0
Si 13.6 2.765 9.484 -0.003 -0.006 0.005
Si 10.873 5.476 9.481 0.009 -0.006 0
Si 13.59 -8.125 9.488 -0.004 -0.004 0.001
Si 10.853 -5.417 9.464 0.012 0.006 -0.002
Si 13.584 -2.698 9.469 0.002 -0.003 0.001
Si 16.308 0.029 9.476 0.001 0.01 -0.007
Si 19.034 2.733 9.525 0.018 0.001 0.003
Si 16.32 5.479 9.487 0 -0.008 -0.005
Si 19.044 -8.134 9.496 -0.008 -0.004 0.007
Si 16.318 -5.416 9.49 -0.004 -0.002 0.002
Si 19.045 -2.713 9.497 0.006 -0.006 0.001
Si 21.776 -0.006 9.542 0.005 0 0.005
Si 24.511 2.717 9.554 0.002 0.001 -0.005
Si 21.776 5.461 9.538 -0.002 -0.005 0.004
Si 24.505 8.165 9.54 -0.007 0.002 0.002
Si 21.77 -5.438 9.495 0 0 0.003
Si 24.487 -2.742 9.542 0.012 0.007 0.004
Si 27.241 -0.019 9.552 0.006 -0.01 0
Si 29.965 2.701 9.553 -0.003 0.011 -0.01
Si 27.235 5.429 9.557 -0.006 0.02 0.005
Si 29.968 8.158 9.568 -0.002 -0.003 -0.003
Si 27.216 -5.453 9.579 -0.003 0.011 0.011
Si 29.956 -2.734 9.561 -0.002 -0.02 -0.005
Si -32.603 -0.026 9.552 0.004 0 -0.005
Si -29.865 2.695 9.527 0.004 -0.004 0.008
Si -32.588 5.423 9.551 0.001 0 0.002
Si -29.883 8.138 9.525 -0.005 0.006 0.006
Si -32.596 -5.446 9.541 -0.006 -0.004 0
Si -29.877 -2.739 9.529 -0.008 -0.002 0.006
Si -27.171 -0.027 9.492 -0.015 0.01 -0.002
Si -24.471 2.673 9.48 -0.001 0.005 -0.004
Si -27.159 5.41 9.494 0 -0.008 0
Si -24.462 8.125 9.48 0.007 0.002 0.001
Si -27.177 -5.479 9.51 0.004 -0.003 0.005
Si -24.462 -2.76 9.486 0.007 0.011 -0.003
Si -21.76 -0.048 9.492 0.001 0.004 0.002
Si -19.034 2.695 9.503 -0.001 -0.012 -0.003
Si -21.756 5.394 9.482 0.001 0.009 -0.006
Si -19.035 8.123 9.478 0 -0.009 -0.009
Si -21.751 -5.47 9.461 -0.001 -0.008 -0.005
Si -19.043 -2.746 9.472 -0.002 0.009 -0.007
Si -16.336 -0.016 9.514 -0.006 0.014 0.002
Si -13.607 2.71 9.51 -0.007 -0.005 -0.007
Si -16.311 5.417 9.499 0.002 -0.013 -0.003
Si -13.589 8.148 9.522 -0.005 -0.005 0.001
Si -16.313 -5.467 9.501 -0.004 0.005 -0.004
Si -13.597 -2.743 9.541 -0.007 -0.001 0.001
Si -10.888 -0.006 9.553 -0.005 0.01 0.004
Si -8.167 2.739 9.557 0.005 -0.002 -0.006
Si -10.889 5.447 9.538 0.002 0.001 -0.011
Si -8.187 8.162 9.563 0.007 -0.001 0.003
Si -10.881 -5.449 9.552 0.002 -0.015 -0.004
Si -8.19 -2.722 9.56 0.006 -0.001 -0.003
Si -5.483 0.015 9.575 0.005 -0.002 0.004
Si -2.773 2.738 9.578 -0.001 -0.002 0.003
Si -5.463 5.463 9.568 -0.003 0.003 -0.003
Si -2.758 8.182 9.559 -0.005 0.002 0.001
Si -5.48 -5.425 9.569 -0.007 0.005 0
Si -2.768 -2.706 9.555 -0.006 0.005 -0.004
Si 1.314 -1.349 10.889 0.006 0 0.001
Si 4.048 1.381 10.865 0.001 0.001 0.002
Si 1.327 4.097 10.895 0.005 0 0.002
Si 4.051 6.814 10.862 0.001 -0.004 0.003
Si 1.308 9.533 10.895 -0.002 -0.006 0.004
Si 4.041 -4.062 10.882 0.003 -0.005 0.004
Si 6.78 -1.338 10.864 -0.007 -0.003 0.002
Si 9.504 1.39 10.848 -0.004 0.008 0.002
Si 6.769 4.11 10.837 -0.003 -0.007 -0.002
Si 9.501 -9.485 10.822 0.006 -0.004 -0.006
Si 6.781 -6.781 10.846 -0.003 0.003 -0.001
Si 9.508 -4.065 10.846 -0.003 -0.005 0.003
Si 12.234 -1.341 10.838 0.009 0.005 -0.003
Si 14.957 1.387 10.838 0.002 0.005 -0.003
Si 12.233 4.117 10.84 -0.014 -0.004 0.003
Si 14.954 -9.488 10.844 -0.001 0.005 -0.001
Si 12.223 -6.762 10.828 0 0.003 0
Si 14.95 -4.054 10.832 -0.003 0.004 0
Si 17.676 -1.341 10.829 0.009 -0.004 -0.007
Si 20.408 1.365 10.872 0.001 -0.009 0.001
Si 17.673 4.107 10.859 -0.013 -0.003 -0.005
Si 20.402 -9.496 10.872 0.007 0.003 -0.005
Si 17.676 -6.782 10.853 0.004 0.007 -0.002
Si 20.409 -4.073 10.852 -0.006 0.015 -0.004
Si 23.134 -1.374 10.896 -0.009 0.002 0
Si 25.875 1.346 10.902 -0.008 0.007 -0.004
Si 23.14 4.084 10.889 -0.001 0.005 -0.001
Si 25.869 6.795 10.896 0.003 -0.016 -0.003
Si 23.13 9.529 10.874 0.003 -0.004 -0.002
Si 25.849 -4.088 10.917 -0.009 -0.024 0
Si 28.597 -1.374 10.922 0.008 0.015 0.002
Si 31.32 1.336 10.912 -0.003 0 -0.004
Si 28.602 4.06 10.906 0.005 -0.009 -0.007
Si 31.33 6.784 10.91 0.002 0.009 -0.006
Si 28.594 9.508 10.921 -0.01 -0.003 -0.002
Si 31.319 -4.099 10.911 -0.001 0.01 0.002
Si -31.242 -1.388 10.899 -0.006 0.005 -0.001
Si -28.52 1.325 10.878 0.002 0 0
Si -31.231 4.05 10.895 -0.006 -0.001 0
Si -28.522 6.764 10.871 -0.003 -0.007 0
Si -31.241 9.499 10.894 -0.002 -0.01 0
Si -28.527 -4.112 10.883 -0.002 0.001 0.004
Si -25.818 -1.394 10.852 0.008 -0.01 -0.006
Si -23.12 1.318 10.851 -0.002 -0.008 0.002
Si -25.819 4.039 10.857 0.007 0.008 0
Si -23.108 6.764 10.843 0.007 -0.011 -0.003
Si -25.819 9.476 10.864 -0.002 -0.007 0
Si -23.103 -4.115 10.845 0.001 -0.003 -0.007
Si -20.395 -1.394 10.855 -0.01 0.004 0.002
Si -17.681 1.347 10.881 0.002 0.003 0.007
Si -20.396 4.054 10.862 0.007 0.005 0.005
Si -17.674 6.779 10.853 -0.004 0.011 0.004
Si -20.394 9.494 10.826 0.006 0.005 -0.003
Si -17.672 -4.093 10.843 0.009 -0.004 -0.001
Si -14.961 -1.366 10.874 -0.01 0.002 0.004
Si -12.245 1.365 10.892 0 -0.013 -0.001
Si -14.957 4.068 10.877 0.003 0.001 0.001
Si -12.238 6.802 10.908 0.003 0.005 0.002
Si -14.948 9.513 10.877 -0.004 0 -0.002
Si -12.233 -4.085 10.916 0.004 0.005 0.004
Si -9.533 -1.353 10.931 0 0.002 -0.001
Si -6.83 1.381 10.944 0.003 -0.006 0.004
Si -9.534 4.093 10.913 0.003 0.001 -0.002
Si -6.831 6.809 10.93 -0.002 -0.005 0.004
Si -9.535 9.523 10.933 0.005 0.011 0.008
Si -6.83 -4.064 10.935 0.011 0 0
Si -4.124 -1.348 10.925 -0.007 0.003 0
Si -1.407 1.371 10.918 0.003 0.013 0.001
Si -4.129 4.094 10.946 0.004 -0.001 0.003
Si -1.411 6.818 10.927 0.002 -0.005 0.002
Si -4.124 9.536 10.922 -0.001 0.007 -0.002
Si -1.406 -4.071 10.897 0.003 0.001 -0.004
Si 2.684 0.022 12.221 0.004 0.007 -0.005
Si 5.412 2.751 12.2 -0.005 -0.005 0
Si 2.69 5.467 12.232 0.011 -0.005 0.002
Si 5.42 8.179 12.203 -0.001 0 -0.002
Si 2.672 10.901 12.237 0.004 0.004 0.007
Si 5.41 -2.693 12.22 -0.001 0.013 0
Si 8.15 0.024 12.209 0.003 0.004 0.002
Si 10.869 2.758 12.193 0.017 0 0
Si 8.145 5.468 12.177 -0.009 0.002 0.001
Si 10.862 -8.126 12.175 -0.004 -0.001 -0.007
Si 8.143 -5.423 12.202 0.001 -0.004 0.004
Si 10.882 -2.71 12.197 0.006 0.005 -0.001
Si 13.602 0.016 12.19 -0.008 -0.004 0.001
Si 16.324 2.728 12.205 -0.003 -0.007 0.01
Si 13.6 5.466 12.2 0.002 -0.006 0.001
Si 16.313 -8.139 12.214 -0.003 -0.008 0.003
Si 13.592 -5.415 12.189 0.003 -0.003 0
Si 16.318 -2.7 12.184 0 0.004 -0.001
Si 19.05 -0.014 12.203 -0.001 0.01 -0.002
Si 21.777 2.713 12.234 0.002 -0.001 0.002
Si 19.041 5.455 12.222 0.01 -0.008 -0.001
Si 21.778 -8.153 12.231 -0.003 0.004 0.008
Si 19.045 -5.426 12.204 0.01 -0.002 0
Si 21.762 -2.734 12.239 0.002 -0.012 0.009
Si 24.505 -0.016 12.246 0.009 0.003 0
Si 27.247 2.694 12.263 0.008 0.008 -0.005
Si 24.516 5.426 12.245 -0.002 0.008 0.002
Si 27.23 8.143 12.264 0.005 0.004 0.001
Si 24.48 10.873 12.26 -0.004 0.005 0.006
Si 27.222 -2.734 12.273 -0.012 -0.01 -0.001
Si 29.963 -0.022 12.281 0 0 0
Si 32.687 2.694 12.261 0 -0.001 0.001
Si 29.964 5.42 12.259 0.003 0.001 -0.002
Si 32.69 8.137 12.268 -0.01 -0.004 0.005
Si 29.96 10.863 12.275 -0.002 0.001 0.001
Si 32.674 -2.737 12.268 0.003 -0.009 -0.004
Si -29.883 -0.024 12.248 -0.006 0 0.002
Si -27.18 2.694 12.241 -0.006 -0.004 0.003
Si -29.874 5.411 12.251 -0.005 0.007 -0.002
Si -27.178 8.126 12.242 0.011 -0.001 0.008
Si -29.888 10.859 12.257 -0.001 0.002 0.008
Si -27.165 -2.747 12.235 0.003 0.021 0.003
Si -24.483 -0.026 12.226 -0.001 0.001 -0.006
Si -21.768 2.687 12.212 -0.014 -0.012 -0.007
Si -24.468 5.409 12.208 0.001 0.006 -0.003
Si -21.751 8.139 12.195 -0.001 0.003 -0.005
Si -24.464 10.853 12.213 0.012 0.002 -0.006
Si -21.758 -2.749 12.217 0.005 -0.003 0.003
Si -19.045 -0.024 12.225 0.003 0.001 0
Si -16.314 2.711 12.242 0.002 -0.003 0.004
Si -19.034 5.425 12.219 -0.003 -0.004 0.002
Si -16.313 8.145 12.217 -0.001 -0.007 -0.006
Si -19.036 10.858 12.184 -0.009 -0.003 -0.005
Si -16.315 -2.733 12.221 0.001 0.007 0.004
Si -13.597 -0.005 12.242 0.003 0.016 -0.007
Si -10.885 2.719 12.268 0.001 0.005 -0.003
Si -13.595 5.422 12.25 -0.007 -0.006 -0.007
Si -10.891 8.159 12.295 -0.002 -0.009 0.003
Si -13.593 10.867 12.263 -0.012 -0.006 0.002
Si -10.888 -2.714 12.293 -0.003 -0.005 0.006
Si -8.184 0.016 12.307 0.005 0.002 0.003
Si -5.484 2.738 12.327 -0.003 0.001 0.007
Si -8.185 5.448 12.296 0.009 0.006 -0.005
Si -5.48 8.179 12.289 0.006 0.003 0.003
Si -8.183 10.895 12.295 -0.001 0 -0.001
Si -5.48 -2.696 12.301 -0.002 0.004 0.002
Si -2.777 0.02 12.287 -0.002 -0.029 -0.005
Si -0.038 2.739 12.254 0.002 -0.005 0.005
Si -2.765 5.453 12.295 -0.004 0 0.007
Si -0.05 8.185 12.273 0 0.004 0.007
Si -2.771 -5.413 12.269 -0.003 0 -0.004
Si -0.059 -2.697 12.25 0.002 0.002 0.001
Si 1.328 1.372 13.591 0.011 -0.016 0
Si 4.057 4.105 13.568 -0.004 0 0.006
Si 1.324 6.812 13.603 0 0.002 0
Si 4.043 9.522 13.56 0.012 -0.005 0.004
Si 1.305 -4.054 13.594 -0.001 0.001 0.009
Si 4.046 -1.331 13.574 0 -0.004 -0.003
Si 6.776 1.392 13.547 -0.004 0.01 0.004
Si 9.504 4.122 13.545 0.002 0.003 0.005
Si 6.799 6.823 13.544 -0.003 -0.012 0
Si 9.508 -6.786 13.553 0.011 0 0.001
Si 6.778 -4.063 13.553 -0.007 0 0.004
Si 9.528 -1.344 13.548 0.004 -0.014 0.01
Si 12.237 1.386 13.527 -0.01 0.006 -0.013
Si 14.958 4.087 13.552 0.001 -0.009 0.009
Si 12.229 -9.474 13.528 -0.007 0.004 -0.001
Si 14.947 -6.769 13.56 -0.014 0.007 -0.001
Si 12.241 -4.071 13.563 0.01 -0.002 0.002
Si 14.959 -1.356 13.549 0.008 0.005 0.007
Si 17.693 1.344 13.544 0.018 -0.007 -0.005
Si 20.408 4.078 13.571 -0.011 0.01 0.005
Si 17.673 -9.505 13.574 -0.002 0.005 0
Si 20.412 -6.776 13.565 -0.001 -0.003 -0.002
Si 17.678 -4.058 13.544 -0.002 0.005 -0.002
Si 20.399 -1.369 13.587 -0.003 0 0.002
Si 23.137 1.34 13.594 0.006 -0.002 0.003
Si 25.88 4.058 13.603 0.008 -0.009 0
Si 23.153 -9.525 13.579 0 -0.007 0.002
Si 25.855 9.509 13.601 -0.008 -0.006 -0.006
Si 23.113 -4.089 13.615 -0.008 0.001 0.003
Si 25.851 -1.372 13.622 -0.005 0.022 0.005
Si 28.593 1.328 13.637 0.006 0.002 0.004
Si 31.323 4.056 13.616 0.001 0.002 0.003
Si 28.594 6.772 13.613 -0.01 -0.002 -0.003
Si 31.323 9.491 13.625 0.009 -0.004 0.003
Si 28.594 -4.093 13.627 0.006 -0.007 0.004
Si 31.326 -1.378 13.645 -0.005 -0.001 0
Si 34.044 1.333 13.622 -0.003 0 0.005
Si -28.541 4.039 13.624 0.002 0 0.002
Si 34.051 6.766 13.622 0.006 -0.011 -0.003
Si -28.534 9.49 13.613 -0.009 0.001 0.006
Si 34.03 -4.097 13.622 -0.021 0.022 0
Si -28.522 -1.385 13.599 0.005 -0.017 -0.007
Si -25.84 1.331 13.607 -0.001 0.002 -0.001
Si -23.132 4.047 13.575 0.001 0.008 -0.005
Si -25.82 6.752 13.591 0.008 -0.018 0.011
Si -23.107 9.493 13.566 -0.006 0.003 -0.005
Si -25.816 -4.116 13.598 0.017 -0.016 -0.003
Si -23.131 -1.391 13.578 -0.007 0.008 0
Si -20.413 1.334 13.58 -0.009 0.005 0
Si -17.671 4.082 13.594 0.002 0.005 0.014
Si -20.394 6.796 13.568 0.009 0.012 0.002
Si -17.676 9.517 13.557 0.004 0.005 0.001
Si -20.383 -4.112 13.557 0.01 -0.012 0.004
Si -17.673 -1.378 13.581 0.001 0.007 0.005
Si -14.94 1.358 13.6 0.007 -0.015 -0.003
Si -12.235 4.074 13.631 0.001 -0.004 0.003
Si -14.954 6.796 13.587 0.002 0.003 -0.003
Si -12.246 9.52 13.659 0.005 0.006 0.014
Si -14.942 -4.065 13.6 -0.004 0.002 -0.001
Si -12.247 -1.339 13.642 -0.009 0.009 0.003
Si -9.543 1.377 13.672 -0.004 -0.003 0.009
Si -6.857 4.095 13.693 -0.017 0.016 0.009
Si -9.529 6.808 13.669 0.002 -0.006 0.003
Si -6.832 9.54 13.662 0.005 0.008 0.002
Si -9.524 -4.059 13.668 0.008 -0.004 0.006
Si -6.82 -1.33 13.679 0.01 -0.009 0.001
Si -4.121 1.371 13.685 0.004 0.005 0.009
Si -1.394 4.083 13.635 0.011 -0.008 0.001
Si -4.133 6.813 13.649 0.003 0 -0.002
Si -1.425 9.546 13.627 -0.008 0.013 -0.003
Si -4.116 -4.058 13.652 0.01 -0.003 0
Si -1.421 -1.348 13.628 -0.006 0.007 0.007
Si -0.042 0.019 14.949 0.005 0.005 0.002
Si 2.692 2.749 14.922 0.001 -0.005 0.003
Si -0.028 5.449 14.974 0.005 -0.003 -0.002
Si 2.687 8.179 14.943 0.002 -0.008 0.003
Si -0.072 -5.392 14.961 -0.008 0.004 -0.002
Si 2.67 -2.681 14.929 0.002 0.011 0.003
Si 5.413 0.039 14.908 0 0.001 -0.001
Si 8.14 2.752 14.891 -0.011 -0.002 0.005
Si 5.436 5.472 14.895 0.001 -0.001 0.009
Si 8.161 8.167 14.913 0.005 0.003 0.007
Si 5.407 10.887 14.892 -0.003 -0.004 0
Si 8.162 -2.711 14.892 0.001 0.002 0
Si 10.901 0.025 14.89 0.018 0.008 -0.003
Si 13.594 2.722 14.898 -0.01 -0.02 0.002
Si 10.868 5.502 14.885 0.011 0.009 0.01
Si 13.572 -8.125 14.908 -0.001 0.011 0.005
Si 10.88 -5.445 14.911 -0.004 -0.006 0.01
Si 13.611 -2.72 14.92 0.002 0.006 0.014
Si 16.343 -0.02 14.899 0.006 0.005 0.004
Si 19.055 2.686 14.907 0 -0.012 0.001
Si 16.318 5.431 14.92 -0.006 0.003 0.01
Si 19.045 -8.125 14.902 0.003 0.011 0.001
Si 16.31 -5.396 14.904 0.011 0.003 0
Si 19.033 -2.735 14.937 -0.001 -0.004 0.006
Si 21.77 -0.022 14.95 -0.003 0.004 0.002
Si 24.533 2.672 14.944 -0.003 0.008 -0.004
Si 21.8 5.42 14.914 0.01 -0.003 0.002
Si 24.502 -8.172 14.959 0.01 -0.002 0.004
Si 21.751 -5.448 14.976 -0.007 -0.002 0.004
Si 24.46 -2.714 14.969 0.006 -0.021 0
Si 27.229 -0.042 14.996 0 -0.003 0.005
Si 29.96 2.701 14.976 -0.007 0.004 0.004
Si 27.228 5.421 14.973 0.011 0.001 0.006
Si 29.966 8.114 14.972 0.005 -0.004 0.004
Si 27.216 10.861 14.961 -0.006 0.01 -0.001
Si 29.956 -2.738 14.999 -0.007 0.013 -0.001
Si 32.699 -0.018 15 0.01 0.005 0.002
Si 35.384 2.681 15.01 -0.005 0.004 0.007
Si 32.705 5.387 14.981 -0.004 0.01 0.002
Si 35.394 8.132 14.991 0.002 0 -0.001
Si 32.673 10.861 14.984 0.004 -0.001 0.003
Si 35.407 -2.737 14.965 -0.003 0.014 0.001
Si -27.207 -0.013 14.986 -0.009 -0.001 0.003
Si -24.5 2.708 14.963 -0.006 -0.001 0.005
Si -27.172 5.393 14.972 0.007 0.009 0.002
Si -24.473 8.143 14.928 0.02 0.008 -0.003
Si -27.178 10.853 14.975 0 0.006 0.004
Si -24.478 -2.742 14.965 0.005 0.004 0.003
Si -21.784 -0.026 14.937 -0.009 -0.001 -0.01
Si -19.051 2.714 14.922 0.006 -0.001 0.002
Si -21.775 5.431 14.9 -0.012 -0.002 -0.004
Si -19.025 8.161 14.926 -0.015 -0.008 0.004
Si -21.738 10.852 14.918 0.001 0.004 -0.004
Si -19.03 -2.756 14.924 0.004 0.003 0.001
Si -16.293 -0.02 14.93 -0.005 0.006 0.001
Si -13.584 2.704 14.99 -0.003 -0.001 0.013
Si -16.303 5.454 14.957 0.006 0.003 -0.006
Si -13.613 8.129 14.991 -0.018 -0.013 0.001
Si -16.323 10.89 14.913 0.015 0 0.001
Si -13.593 -2.709 14.999 -0.011 -0.01 0.004
Si -10.904 0.021 15.035 -0.005 -0.005 0
Si -8.214 2.736 15.078 0.002 -0.005 0.009
Si -10.882 5.423 15.014 0.006 0.004 -0.001
Si -8.185 8.188 15.039 0.001 0.001 -0.003
Si -10.88 10.894 15.021 -0.002 0.002 -0.007
Si -8.174 -2.685 15.045 -0.001 0.004 -0.001
Si -5.482 0.024 15.079 -0.006 -0.014 0.009
Si -2.733 2.725 15.028 0.011 0.002 0.007
Si -5.494 5.475 15.032 0.01 0.009 -0.002
Si -2.777 8.181 14.996 -0.007 0.004 0
Si -5.473 -5.414 15.017 -0.006 0.003 -0.002
Si -2.774 -2.69 15.024 -0.001 0.002 0.004
O 1.437 -1.757 23.107 0.105 -0.393 0.082
O -3.225 -0.732 22.743 0.247 0.338 -0.07
O 2.892 0.05 22.071 -0.098 0.255 0.001
O 6.354 4.542 -3.493 0.518 0.418 0.016
O 0.18 2.884 22.055 -0.137 -0.192 0.11
O -2.798 -8.006 -0.524 -0.073 0.203 -0.621
O 3.706 6.422 22.92 -0.14 0.095 0.071
O 5.406 -8.061 22.099 0.108 -0.01 0.471
O 3.661 -4.115 23.004 -0.183 0.056 -0.065
O 0.018 8.111 22.174 -0.155 0.101 0.209
O 5.476 -2.671 21.938 0.033 0.017 0.494
O 6.996 -0.726 22.735 0.377 -0.046 0.117
O 5.162 -0.945 24.603 -0.555 0.015 -0.129
O 7.183 -4.707 25.091 0.324 -0.024 0.025
O 7.078 0.864 24.794 0.654 0.01 0.03
O 13.881 5.396 25.04 -0.027 0.146 0.385
O 11.318 5.197 25.288 -0.542 -0.03 -0.116
O -2.454 -5.673 25.21 -0.364 0.126 -0.377
O 6.358 3.613 22.957 -0.226 -0.537 0.23
O 8.114 5.395 22.122 0.176 0.144 0.582
O 6.867 -5.894 22.733 0.385 0.194 -0.176
O 2.987 7.381 -5.922 -0.31 0.649 0.031
O 14.057 -2.197 24.591 0.006 0.457 -0.268
O 15.13 1.974 22.884 -0.572 -0.037 0.325
O 11.479 8.129 24.914 0.195 0.009 0.469
O 15.274 5.919 22.967 0.111 -0.18 0.018
O 10.834 2.596 21.99 0.022 0.016 0.186
O 12.248 -7.034 -6.271 0.567 0.069 -0.141
O 17.765 7.634 -6.251 -0.056 -0.083 -0.101
O 12.573 4.023 23.169 0.363 -0.156 0.154
O 9.746 7.13 23.109 -0.185 0.112 0.469
O 16.04 -3.618 25.589 -0.293 0.003 0.41
O 18.91 -3.476 -7.073 -0.051 0.469 0.228
O 16.369 -2.074 23.241 0.05 -0.178 0.191
O 16.477 6.113 25.344 0.341 0.322 -0.252
O 21.622 2.617 21.768 0.063 -0.183 0.085
O 17.28 3.48 22.533 0.275 0.172 -0.071
O 20.448 -1.781 -5.717 0.112 0.446 -0.465
O 20.648 7.128 23.034 -0.267 0.209 0.599
O 16.437 8.099 22.138 -0.134 0.217 0.435
O 18.56 -6.678 22.628 0.394 -0.013 -0.091
O 23.595 -1.036 23.173 0.064 -0.055 0.256
O 25.388 0.909 23.012 -0.035 -0.185 0.157
O 27.16 2.661 22.196 0.066 0.038 0.431
O 23.033 3.709 23.453 -0.151 0.175 0.196
O -28.006 5.491 25.626 0.068 -0.304 -0.241
O 25.099 5.968 22.305 -0.106 -0.631 0.178
O 29.718 2.918 -0.415 0.13 -0.118 -0.394
O 22.58 -7.421 22.977 -0.292 0.099 0.201
O 24.273 -5.634 22.021 0.154 -0.132 0.575
O 25.617 -4.074 23.393 0.36 0.178 0.299
O -32.309 -1.432 -5.325 -0.346 -0.243 0.023
O 28.346 -2.388 22.472 -0.017 -0.311 -0.029
O -32.259 4.427 23.248 -0.089 -0.437 0.378
O 30.63 -3.023 -1.187 0.23 0.275 -0.237
O 23.67 3.229 25.95 0.239 -0.062 0.402
O 28.756 4.447 23.223 -0.149 0.392 0.145
O 31.185 8.15 26.023 -0.174 -0.356 -0.065
O 32.439 -2.876 22.154 0.052 0.099 0.19
O -31.201 -1.47 23.497 -0.263 0.456 0.455
O -24.789 0.788 24.642 -0.429 0.567 0.17
O -27.185 2.66 22.249 -0.168 0.071 0.162
O -30.017 5.456 22.327 -0.073 -0.174 0.351
O -28.208 6.971 23.381 0.036 0.107 -0.067
O -30.984 -4.008 24.211 -0.3 -0.087 -0.296
O -28.751 -4.796 23.033 0.211 -0.418 0.466
O -27.087 -2.889 22.28 -0.108 -0.048 0.36
O -21.631 2.704 21.94 -0.038 -0.099 0.546
O -19.664 4.312 22.782 -0.47 0.3 0.478
O -25.229 -6.278 25.741 -0.288 -0.055 0.511
O -24.052 5.306 25.163 -0.277 0.066 0.699
O -25.273 4.122 23.182 0.112 0.465 0.077
O -19.063 -5.123 25.213 -0.066 0.347 0.312
O -25.892 -7.083 23.24 -0.032 -0.161 0.214
O -24.32 -5.453 21.991 0.212 -0.089 0.084
O -23.384 0.883 22.58 -0.617 -0.45 0.178
O -14.086 -0.369 22.293 0.212 -0.194 0.62
O -16.585 -6.157 24.838 -0.188 -0.697 0.048
O -16.267 -4.932 -3.944 0.177 -0.27 -0.48
O -17.669 -4.341 23.204 -0.439 -0.229 0.044
O -25.506 3.281 25.676 -0.07 -0.109 0.162
O -20.362 -6.39 23.324 0.482 0.192 0.229
O -11.288 -2.964 -7.04 -0.477 -0.198 -0.143
O -12.742 4.275 24.514 0.138 -0.34 -0.15
O -19.153 -0.015 21.947 0.244 -0.249 0.414
O -14.712 4.806 22.94 0.062 -0.21 0.331
O -20.267 5.006 -6.583 -0.372 -0.55 -0.132
O -11.008 8.145 22.202 0.194 -0.128 0.559
O -6.462 -6.934 24.952 -0.635 0.269 -0.311
O -9.658 -7.495 -4.709 0.597 0.223 -0.234
O -12.002 -4.823 23.294 -0.304 -0.122 0.214
O -10.892 -2.747 22.285 0.035 0.049 0.403
O -9.526 -0.825 23.397 -0.318 0.34 0.114
O -6.975 0.874 23.01 -0.66 -0.193 -0.135
O -10.034 -0.901 26.078 0.256 0.105 0.421
O -8.114 5.58 22.141 0.206 0.168 0.325
O -6.448 2.068 25.28 0.147 0.134 -0.004
O -19.693 4.5 -4.077 -0.823 0.509 0.062
O -6.925 -4.165 23.399 -0.075 -0.658 0.171
O -11.715 -6.722 25.109 -0.255 -0.203 -0.066
O -1.527 1.562 23.324 -0.552 0.096 0.101
O -1.666 4.07 24.676 0.22 -0.376 -0.567
O -7.968 4.157 25.525 0.376 0.387 0.024
O 1.793 -6.441 22.958 0.328 -0.011 0.138
O 7.707 2.263 -3.284 -0.133 -0.428 -0.261
O -4.502 -7.362 23.198 0.374 -0.05 0.175
O 3.914 3.958 23.957 -0.232 -0.498 0.134
O -0.663 6.043 -4.153 -0.189 0.303 -0.417
O 7.482 -7.363 -5.924 -0.069 0.4 -0.148
O 10.252 -1.287 -5.872 -0.798 -0.184 0.052
O 2.629 2.613 -3.592 0.014 0.036 -0.325
O 2.206 7.509 -3.405 -0.245 0.235 -0.389
O 2.358 -7.722 25.137 0.059 -0.086 -0.264
O 6.309 -7.885 -3.607 -0.369 -0.773 -0.204
O 0.602 -3.111 -3.37 0.058 0.208 0.742
O 18.53 6.752 -3.058 -0.174 -0.275 -0.219
O 3.01 2.375 -0.32 -0.096 -0.159 -0.299
O 10.064 -1.571 -3.22 0.122 0.496 0.113
O -24.95 -7.293 -1.418 0.505 0.336 -0.169
O 31.051 -6.071 -1.83 -0.35 -0.04 0.018
O 15.821 3.757 24.611 -0.028 -0.097 0.793
O 13.608 8.118 -3.428 -0.174 -0.032 -0.512
O -19.18 0.953 25.589 -0.425 0.641 -0.259
O 14.716 3.673 -5.233 -0.172 -0.136 -0.195
O 21.216 1.433 -5.796 -0.29 -0.141 -0.039
O 13.221 -2.256 -0.414 0.13 -0.068 -0.356
O 15.722 2.169 -3.273 0.211 0.457 0.586
O 16.4 5.498 -0.382 0.194 0.279 -0.194
O 9.343 -7.606 26.185 0.047 -0.33 0.433
O -11.32 -6.021 -3.362 -0.401 0.075 0.243
O -5.946 -2.658 25.389 0.054 0.14 0.105
O -14.199 -7.277 25.609 -0.242 -0.243 0.031
O 25.178 -6.302 24.711 -0.279 -0.057 -0.081
O 5.129 2.316 -2.821 -0.106 -0.181 0.511
O -10.826 -5.239 -5.752 -0.003 -0.016 0.047
O -14.663 0.599 25.319 -0.16 0.453 -0.309
O -12.983 -1.329 -3.338 -0.462 0.233 -0.159
O 21.177 2.815 25.264 -0.269 0.156 0.11
O 19.952 -6.246 24.8 0.131 -0.146 0.119
O -17.437 -4.697 -1.518 0.186 -0.191 -0.069
O 28.902 -6.697 23.156 -0.001 -0.459 0.472
O 26.411 3.891 -6.388 -0.282 -0.3 0.231
O 8.148 8.092 -0.469 0.297 -0.283 -0.33
O -3.829 6.322 -5.797 0.042 -0.419 -0.159
O 4.939 -2.784 -3.298 -0.254 0.166 -0.544
O -31.692 -6.812 -1.369 -0.199 -0.232 -0.675
O -26.914 3.454 -5.913 -0.251 -0.287 0.434
O 25.192 4.935 24.65 0.157 -0.186 -0.268
O -29.853 3.04 -3.539 0.088 -0.15 -0.104
O -18.684 2.229 -3.494 -0.422 -0.189 -0.724
O 20.83 -2.694 -3.298 0.112 0.044 0.366
O 32.047 -6.204 -5.821 0.539 -0.142 -0.076
O 20.223 7.135 -1.148 0.01 0.703 0.054
O 4.081 -7.282 -2.35 0.119 0.337 0.186
O -18.193 -0.898 -5.794 -0.157 -0.327 -0.025
O -29.276 0.036 25.711 -0.357 -0.005 0.498
O -31.05 5.267 -3.952 -0.229 -0.312 0.103
O 12.035 -1.034 25.973 0.207 0.434 -0.014
O 25.823 -7.869 -2.732 0.02 0.56 0.023
O 27.05 -7.748 25.952 0.344 0.296 -0.446
O -30.549 2.227 25.408 -0.024 0.443 -0.418
O -6.181 -0.669 -2.601 -0.305 -0.044 0.478
O 26.877 -2.104 24.486 -0.287 -0.159 -0.679
O -20.473 -0.724 -1.283 0.293 0.237 -0.49
O -27.158 -1.834 -6.559 0.084 0.313 0.141
O 13.719 0.079 21.897 0.058 -0.183 0.125
O 19.113 -2.691 -0.115 0.094 -0.187 -0.01
O -17.504 -6.96 -2.971 -0.437 -0.34 -0.222
O -23.3 7.028 -1.528 0.348 0.178 -0.493
O -9.677 -0.483 -1.159 0.099 0.187 -0.369
O 20.083 -7.384 -6.234 0.362 -0.093 0.518
O 6.382 -1.446 -1.475 -0.191 -0.318 -0.202
O -20.105 3.559 -1.589 -0.175 -0.624 -0.06
O 30.307 -7.963 -3.418 0.17 -0.112 -0.73
O 16.2 7.797 -3.232 -0.284 -0.02 -0.493
O -21.681 5.33 -0.543 0.262 0.248 -0.556
O 11.44 -7.351 22.477 -0.596 0.059 0.236
O -27.15 5.681 -3.188 -0.431 -0.266 -0.154
O -26.642 7.815 25.289 0.235 -0.231 0.43
O -27.535 8.032 -4.357 0.358 0.522 -0.122
O -17.194 7.218 -1.479 -0.148 -0.225 -0.303
O -27.739 -1.59 -3.826 -0.399 0.587 0.157
O -29.531 -5.985 25.206 0.673 -0.021 0.144
O 29.584 -6.877 -6.258 -0.151 0.339 0.155
O -19.377 7.043 25.567 0.315 0.355 -0.642
O 14.061 0.159 -2.889 -0.162 0.029 0.555
O 30.636 0.177 25.462 0.335 -0.239 0.28
O 21.521 8.118 25.329 0.186 -0.203 0.281
O -28.919 4.91 -5.395 -0.221 0.103 0.194
O 0.412 -5.636 -4.116 0.241 -0.321 0.184
O -21.668 -0.192 -3.63 0.225 0.313 0.024
O -2.825 -5.581 22.189 -0.084 0.171 0.297
O 14.279 -1.54 -4.954 0.67 -0.018 -0.094
O 28.412 -4.151 -5.604 0.22 -0.244 -0.407
O 16.526 -4.903 -3.398 0.26 -0.335 -0.824
O -1.347 0.557 -1.153 -0.35 -0.385 -0.144
O -9.221 -4.349 -3.128 0.598 -0.266 -0.264
O -23.312 -4.355 -6.43 0.185 -0.313 0.217
O -6.428 -4.289 -1.391 -0.009 0.356 -0.359
O -28.228 -3.86 -2.861 -0.031 0.313 0.136
O 2.833 -4.521 -3.455 0.063 -0.402 0.286
O -0.924 -4.433 23.368 0.217 0.014 -0.004
O -11.78 -0.783 -5.668 -0.502 0.49 -0.063
O 0.895 -0.829 -1.117 0.488 0.109 -0.185
O 22.338 -5.966 -6.859 0.106 -0.299 0.364
O 23.666 0.876 -5.249 -0.035 0.316 -0.765
O -10.999 -4.689 -1.097 0.28 -0.306 -0.004
O 11.938 4.542 -1.372 0.253 0.046 -0.507
O 8.099 -4.391 -5.653 -0.362 0.237 0.201
O -10.184 2.092 -1.943 -0.219 -0.067 0.206
O -22.693 -2.157 24.815 -0.586 0.029 0.525
O 31.653 1.363 23.276 0.352 -0.019 0.066
O 0.003 -5.4 -0.44 0.038 -0.093 -0.615
O -12.168 7.193 25.966 -0.265 -0.135 -0.325
O -4.276 -5.807 -6.802 0.104 0.246 0.321
O 7.097 -7.302 24.807 0.203 -0.298 -0.181
O -1.024 -1.794 23.801 -0.107 -0.551 -0.239
O 17.752 -4.933 24.309 -0.544 0.193 -0.524
O -18.415 -7.631 -5.965 0.362 0.393 0.55
O -9.754 -6.246 23.274 0.675 -0.06 0.209
O -31.838 6.968 -5.743 -0.169 -0.282 -0.034
O -4.392 -7.762 -4.446 0.501 0.377 -0.108
O 31.17 6.339 22.974 -0.551 -0.327 0.23
O -0.483 -0.68 -3.342 -0.351 0.471 -0.255
O 23.044 6.479 23.939 -0.212 -0.347 0.029
O -3.994 -3.842 -2.272 -0.131 0.578 -0.027
O 17.9 3.586 -1.351 -0.433 -0.098 -0.295
O -0.309 4.44 -6.239 0.392 0.202 -0.048
O -20.936 -4.071 -5.322 0.236 0.11 -0.433
O -32.565 -4.465 -0.854 0.759 0.326 0.218
O 23.12 -4.144 -1.012 0.222 -0.24 0.416
O -5.302 -2.498 22.249 0.184 0.198 0.166
O -1.117 -7.762 -3.638 0.062 0.012 0.183
O -14.403 6.428 -5.582 0.243 0.19 0.046
O 19.649 1.488 22.895 0.152 0.548 0.086
O 5.071 1.135 23.004 -0.112 0.576 0.118
O -14.39 -3.46 -3.115 0.328 -0.444 -0.127
O -30.143 -2.668 -0.361 0.042 0.124 -0.441
O 5.326 5.415 -0.412 0.126 0.146 -0.374
O -20.789 7.486 -5.986 -0.399 -0.021 0.366
O 21.142 -3.4 25.882 0.038 0.365 -0.694
O -12.066 0.59 -1.111 -0.165 -0.289 -0.174
O -13.297 6.052 -3.255 0.116 0.219 0.315
O -17.019 3.821 22.401 -0.21 -0.472 -0.026
O 9.188 -3.106 -1.152 -0.35 0.518 0.083
O 27.877 6.722 -3.366 0.046 -0.363 0.801
O -3.728 4.692 23.153 -0.485 0.105 0.437
O 28.434 -4.352 24.199 -0.461 -0.388 -0.03
O 12.004 -2.762 -4.511 -0.101 -0.389 0.033
O 23.605 -1.578 -1.212 -0.032 0.422 -0.325
O 10.324 -5.671 -5.407 0.06 0.353 -0.297
O 10.898 -8.049 -4.311 0.126 0.018 0.361
O 6.394 -6.507 -1.351 -0.134 0.365 -0.17
O -11.55 4.605 -6.459 0.041 -0.032 0.367
O -24.703 -1.184 -7.092 0.218 -0.472 0.123
O 24.544 -7.947 -0.398 0.539 -0.217 0.343
O -9.193 4.331 -1.382 -0.113 0.693 -0.146
O -16.468 -2.334 -4.356 -0.095 -0.167 0.24
O 20.02 2.105 -1.498 0.254 -0.2 -0.225
O 27.386 -7.474 -4.829 -0.339 0.783 0.139
O 14.434 -5.988 -2.295 0.476 -0.216 0.065
O 9.419 0.541 22.707 -0.635 -0.175 0.191
O -17.894 6.254 22.929 -0.061 0.156 0.502
O 14.961 -3.576 -1.687 0.388 0.431 -0.115
O -22.252 -1.881 -5.639 0.196 -0.093 -0.407
O 24.794 3.051 -3.326 0.289 0.646 -0.605
O 27.162 1.988 -3.379 0.341 0.295 0.28
O 13.688 2.747 -0.447 0.145 -0.274 -0.648
O 0.952 -2.028 25.669 0.342 0.394 0.038
O 27.636 4.982 -0.348 0.249 0.112 -0.72
O 15.54 6.154 -5.834 -0.107 0.314 -0.067
O -14.589 6.174 25.138 0.11 0.265 -0.072
O -30.909 -6.324 22.994 -0.27 -0.113 0.245
O 11.591 -3.253 24.531 -0.067 -0.153 -0.177
O 28.883 -3.171 -3.209 -0.687 -0.076 -0.272
O -5.746 0.312 -0.064 0.009 -0.042 -0.436
O -15.594 -0.44 -5.92 0.213 0.02 0.144
O -16.372 7.15 -7.127 0.032 0.327 -0.361
O -14.583 -6.377 23.154 0.19 0.267 0.087
O 18.068 -0.618 -1.18 -0.096 0.341 -0.157
O 12.316 6.523 23.175 0.165 -0.175 -0.706
O -29.344 -5.057 -1.006 -0.641 -0.585 -0.19
O 21.086 6.72 -3.586 -0.164 0.062 -0.667
O -16.993 -0.349 24.996 -0.276 -0.646 -0.079
O 22.274 2.363 -3.543 -0.543 -0.137 0.458
O -16.235 -0.019 0.005 0.156 0.334 -0.231
O 23.172 3.635 -1.38 -0.283 -0.402 -0.114
O 14.246 -4.089 -4.213 -0.006 -0.246 -0.278
O -5.156 7.222 25.171 -0.188 -0.321 0.318
O -0.865 2.11 25.983 0.326 -0.144 0.381
O -10.135 5.662 25.221 0.311 0.572 -0.449
O 25.582 -3.404 -1.139 0.261 0.25 -0.198
O 25.677 2.032 -1.101 -0.237 0.284 -0.15
O 9.768 -2.091 22.348 0.022 -0.023 -0.412
O -2.729 -7.956 -6.956 0.465 -0.15 0.174
O -12.805 1.478 23.503 0.187 0.518 0.255
O 6.169 -0.578 -3.971 0.254 0.473 0.111
O 9.28 -3.478 25.747 0.21 0.698 0.428
O 27.109 7.978 22.084 -0.096 -0.223 0.153
O 20.499 -4.384 -5.284 -0.247 -0.391 -0.108
O 0.383 0.269 24.566 0.741 0.184 -0.08
O 10.444 6.141 -5.933 -0.623 0.193 -0.289
O -9.02 -3.479 -5.7 0.658 0.179 -0.311
O -28.349 5.995 -0.93 -0.556 -0.534 -0.199
O -11.22 4.367 -3.035 -0.082 -0.433 -0.604
O 27.184 -5.395 -0.358 0.13 -0.014 -0.469
O -18.12 6.115 -5.458 0.131 0.169 0.471
O 24.372 5.588 -6.589 -0.236 0.107 0.263
O 28.748 0.152 -4.295 -0.176 -0.083 0.479
O -4.632 3.891 -1.55 0.009 0.436 -0.371
O -21.85 6.649 24.896 0.291 0.103 -0.292
O -22.797 0.514 -1.391 -0.368 0.232 -0.317
O -10.155 -4.675 25.295 0.541 0.263 -0.056
O 4.379 -3.297 25.473 0.036 0.229 0.352
O -10.859 6.982 -3.333 0.16 0.234 0.096
O -28.706 2.033 -1.376 0.2 0.083 -0.432
O -20.312 -1.362 25.582 0.347 -0.648 -0.062
O 7.391 6.869 26.127 0.092 -0.304 -0.025
O -1.973 -5.379 -2.969 0.103 -0.059 0.322
O 19.349 2.983 -6.546 -0.054 0.22 -0.4
O -31.219 1.692 -1.495 -0.083 0.189 0.427
O 0.731 1.443 -2.369 0.329 -0.065 -0.105
O -28.771 -6.422 -3.149 -0.469 -0.317 -0.015
O -7.998 0.8 -3.813 -0.849 -0.009 0.369
O 17.444 -4.976 -0.992 -0.42 0.278 0.017
O -27.076 -0.55 24.537 0.046 0.074 -0.127
O 30.822 4.718 24.878 0.07 -0.021 0.575
O 14.504 5.689 -3.56 -0.153 -0.379 0.384
O -5.615 6.296 -3.864 -0.049 -0.542 -0.233
O -12.748 2.118 26.047 -0.208 -0.095 0.409
O -19.281 -7.896 -0.422 -0.207 0.032 -0.471
O -17.743 1.51 23.303 0.274 0.304 0.221
O -27.258 -0.006 -0.669 -0.327 0.074 -0.04
O -23.236 0.497 -5.67 0.121 0.726 0.122
O -4.317 1.305 -5.73 0.126 -0.027 -0.287
O -1.026 6.781 -1.617 0.32 -0.234 -0.088
O -12.829 6.567 23.189 0.216 0.375 0.201
O -15.504 7.57 -3.459 0.069 0.27 -0.181
O -30.47 4.05 -1.158 0.377 0.453 -0.259
O -14.821 -1.427 -1.462 -0.475 0.07 -0.524
O 10.912 1.029 -6.84 0.183 0.202 -0.282
O -26.415 4.114 -1.231 -0.24 -0.377 -0.336
O -29.198 7.762 25.743 -0.131 -0.103 0.324
O 7.629 -2.642 -3.292 0.09 -0.238 -0.461
O 9.776 6.045 -1.089 0.193 0.125 -0.265
O 19.98 -4.451 22.998 0.265 0.054 0.185
O 27.076 0.067 -0.179 0.031 0.052 -0.364
O 23.474 -3.82 -5.73 -0.314 -0.146 -0.021
O -0.297 -2.073 -5.603 -0.259 0.219 -0.256
O -4.005 -1.281 -6.361 0.534 -0.355 0.004
O 2.469 -5.08 25.102 0.034 0.105 0.537
O -25.125 7.339 -3.534 0.273 0.12 -0.336
O -10.844 0.125 -3.436 0.321 0.393 -0.3
O 6.904 3.456 -1.133 0.384 -0.506 0.211
O 18.479 -0.71 23.353 0.248 -0.407 0.206
O -16.097 2.478 -2.918 0.558 -0.304 -0.202
O 9.659 -4.148 -3.471 0.468 -0.32 0.143
O 9.503 -4.407 23.236 -0.295 -0.248 0.257
O -21.483 -5.896 -0.345 -0.004 0 -0.75
O 8.4 -6.372 -3.773 -0.138 0.238 0.218
O -21.64 -4.546 24.737 0.295 0.053 0.245
O -14.686 -3.787 -5.714 0.363 -0.236 0.03
O -26.417 6.022 -5.571 0.595 0.305 -0.215
O -9.791 6.406 -5.674 0.144 -0.043 0.11
O -21.802 8.135 22.132 0.221 -0.092 0.463
O 1.381 3.882 -1.554 -0.169 0.694 -0.464
O 5.352 -5.36 -3.463 0.372 0.103 -0.372
O -31.166 -2.186 26.137 0.083 0.157 -0.135
O -1.579 6.19 23.022 0.18 0.039 0.279
O 9.64 1.29 -1.776 -0.164 -0.492 -0.145
O -23.354 -4.411 -1.412 -0.714 -0.213 -0.102
O -25.246 -0.547 -4.385 0.284 0.234 0.498
O 26.989 -2.003 -6.349 0.22 0.206 0.472
O -23.454 6.263 22.848 -0.305 -0.558 0.019
O 23.544 -4.271 25.092 -0.456 0.104 -0.11
O -4.508 1.412 -2.336 0.265 0.195 0.508
O 12.099 -0.155 -4.464 -0.119 0.387 0.158
O -8.936 3.297 -3.875 -0.065 0.269 -0.539
O 30.023 -1.412 -5.953 -0.113 -0.357 0.099
O -6.405 2.906 -3.347 -0.07 -0.007 0.329
O -24.093 7.963 24.749 0.626 0.254 0.012
O 16.95 2.422 -5.574 -0.173 -0.232 -0.073
O 13.433 -5.627 22.062 -0.286 -0.257 0.274
O -9.515 3.86 23.314 -0.401 -0.345 0.203
O -15.61 4.953 -3.768 -0.32 -0.122 -0.572
O 4.319 -4.357 -1.29 0.125 -0.333 -0.064
O 2.601 -2.633 -0.372 0.274 0.042 -0.387
O 5.069 0.37 -0.281 0.279 -0.082 -0.324
O 18.027 -7.394 -1.618 0.347 -0.226 -0.073
O -30.147 7.747 -3.829 0.002 0.058 0.611
O -3.929 3.335 -4.098 0.283 0.506 0.291
O -1.986 -2.824 -3.69 -0.328 0.167 -0.494
O 25.087 0.405 -3.12 -0.343 -0.383 0.289
O -5.207 3.712 -6.401 0.273 0.387 0.021
O 19.075 -0.783 -3.665 -0.125 0.382 -0.347
O 10.742 -5.244 -0.493 -0.086 -0.09 -0.196
O 9.727 -0.842 24.827 -0.099 0.011 0.157
O -4.619 -6.214 -1.239 -0.075 -0.227 -0.114
O -3.02 6.684 -3.296 -0.265 -0.145 0.239
O 8.648 2.321 -6.685 -0.163 0.447 0.09
O 29.864 -0.187 22.17 -0.08 -0.063 0.229
O 15.076 -4.243 23.255 0.158 -0.51 0.323
O 30.492 -5.796 25.097 0.546 -0.077 0.121
O -32.609 -8.094 22.107 -0.034 0.041 0.564
O 30.636 -1.304 -3.282 0.359 0.16 0.06
O -25.761 -2.99 -4.572 0.317 -0.477 0.262
O 12.301 -7.175 -1.347 -0.041 -0.491 -0.109
O 13.462 -3.427 -6.62 0.189 -0.634 -0.041
O -31.399 0.932 -5.865 0.454 -0.272 0.216
O 1.642 4.797 23.046 -0.492 0.041 0.489
O -30.088 -2.552 -4.547 -0.171 0.203 0.361
O 15.61 0.917 -0.936 0.277 -0.535 0.189
O 1.74 5.351 -4.871 0.232 -0.337 -0.363
O 21.706 0.16 -0.55 -0.263 0.173 -0.428
O -2.212 0.019 25.168 -0.397 -0.022 0.739
O 14.554 7.064 -1.303 -0.766 0.229 0.028
O -20.984 -1.384 23.038 0.153 -0.229 0.309
O 6.022 5.429 -5.96 0.405 -0.177 0.169
O 30.875 6.974 -1.282 -0.681 0.199 -0.171
O -7.387 2.414 -5.789 -0.118 -0.165 -0.157
O 1.668 -7.234 -1.347 -0.277 -0.115 -0.514
O 19.005 5.37 22.021 0.074 0.001 0.562
O 29.053 -5.705 -3.547 -0.397 -0.333 0.179
O -13.547 2.666 -0.364 0.057 -0.125 -0.395
O 21.738 -5.176 -3.131 0.091 -0.399 -0.625
O -6.665 -7.723 -3.174 -0.387 0.447 0.647
O -16.306 -8.132 22.174 -0.069 0.027 0.198
O -5.518 -5.453 -3.606 0.204 0.392 -0.473
O -6.648 7.485 23.08 -0.084 0.331 0.053
O 30.883 -4.163 -4.629 0.085 -0.004 -0.15
O 20.075 4.702 -2.236 0.156 0.084 0.345
O 4.707 7.485 25.894 0.223 0.545 -0.001
O -32.636 7.178 -3.23 0.288 0.027 0.163
O 31.521 1.122 -1.392 -0.304 -0.207 -0.413
O 10.967 3.564 -6.119 -0.019 -0.071 0.147
O 30.359 5.836 -3.681 0.123 -0.632 -0.197
O -32.541 5.455 -0.387 -0.059 -0.257 -0.074
O -5.376 2.814 22.238 0.195 -0.251 0.322
O 21.973 5.545 -0.146 0.028 0.061 -0.36
O -26.88 -5.656 -1.335 -0.004 0.427 -0.059
O -22.619 -3.541 22.586 0.6 0.134 0.127
O -25.852 6.647 -1.128 0.14 -0.048 0.656
O 28.756 -7.184 -1.39 -0.061 -0.119 -0.201
O 23.449 7.184 -2.465 -0.355 -0.028 0.105
O 29.687 2.421 24.632 -0.254 -0.169 0.227
O 17.312 1.521 24.223 -0.4 -0.146 0.351
O -1.661 -3.485 -1.166 -0.002 0.57 -0.005
O -15.453 -7.016 -1.449 -0.146 0.548 -0.384
O -31.994 -0.82 -1.026 -0.243 -0.158 -0.035
O -18.945 -2.763 -0.555 0.019 0.139 -0.388
O 29.467 -2.078 24.89 0.539 -0.271 0.072
O -24.436 2.513 -0.573 -0.139 0.178 -0.325
O 25.178 -0.317 25.269 -0.287 0.218 0.599
O -29.906 8.067 -0.316 -0.067 0.048 -0.188
O 25.932 -3.792 -4.814 0.056 -0.567 0.417
O -15.304 4.425 -1.242 -0.025 0.613 0.043
O -24.323 -4.177 24.478 -0.514 -0.16 -0.61
O -8.179 -2.556 -0.461 0.315 0.176 -0.416
O 23.954 -3.231 -3.229 -0.132 -0.195 -0.203
O -10.708 -2.457 -3.944 -0.394 -0.33 -0.002
O -31.963 -3.987 -5.68 0.261 -0.34 -0.16
O -17.74 4.381 -2.28 -0.084 0.337 0.13
O 6.785 -2.377 26.153 0.348 0.334 -0.059
O 28.745 -1.311 -1.394 -0.019 0.46 -0.36
O 14.507 1.065 -5.301 -0.378 0.025 -0.337
O -8.275 6.675 -3.608 -0.26 -0.089 -0.042
O 4.188 5.908 -4.1 0.294 0.029 0.598
O 25.687 6.276 -1.382 -0.198 -0.677 -0.551
O 2.652 5.972 25.233 -0.144 -0.314 0.135
O -13.547 7.975 -0.383 0.118 0.018 -0.17
O -1.87 -5.985 -5.499 0.215 0.152 0.012
O -20.507 -6.532 -4.64 -0.557 -0.48 0.408
O 24.599 -1.506 -5.015 0.081 0.121 -0.237
O -12.138 -7.362 -5.668 -0.693 -0.18 0.459
O -6.201 -0.511 -5.183 -0.094 0.025 -0.534
O -3.896 -0.554 -3.889 0.572 -0.294 -0.035
O -17.005 0.141 -3.695 0.198 0.048 0.02
O 30.602 -4.703 22.746 0.186 -0.208 0.176
O 21.648 -0.225 -3.884 0.002 0.045 0.322
O -31.059 3.485 -5.902 -0.21 0.339 -0.219
O -17.873 1.294 -1.354 -0.252 -0.095 -0.174
O -25.803 1.09 -6.266 -0.272 -0.069 -0.04
O -0.779 -3.911 25.956 -0.476 0.052 -0.189
O 10.843 5.867 -3.417 0.221 0.276 -0.328
O 6.514 0.901 -6.109 0.213 -0.221 0.058
O -16.131 -2.456 22.239 -0.279 -0.197 0.339
O -23.262 2.848 24.421 0.562 0.275 0.225
O 5.868 2.989 25.527 -0.461 0.046 0.446
O 22.991 4.913 -3.726 -0.064 -0.288 -0.081
O -25.105 -1.502 23.345 0.205 0.068 0.101
O -29.028 -2.348 24.673 0.222 -0.458 -0.46
O -16.952 2.242 25.692 0.711 -0.084 0.056
O 12.299 -5.987 -3.735 -0.261 0.422 0.213
O -18.803 -4.771 -3.789 0.062 0.364 -0.316
O -25.771 -1.699 -2.014 0.195 -0.282 -0.197
O -32.017 0.269 -3.373 0.177 -0.109 -0.008
O 28.951 6.951 -5.747 0.229 -0.141 -0.413
O 17.848 -5.928 -6.576 -0.067 0.218 0.127
O -11.818 6.051 -1.101 0.271 -0.138 -0.006
O -6.594 6.491 -1.482 0.202 -0.081 -0.179
O -8.143 8.089 -0.249 -0.162 -0.172 -0.487
O -12.356 -0.479 25.126 -0.229 -0.234 -0.6
O -9.413 -6.558 -1.616 0.284 -0.058 -0.393
O -3.944 -1.002 -1.277 0.088 -0.333 -0.371
O 21.786 -2.76 22.228 -0.127 0.103 0.473
O 8.605 7.229 -4.249 -0.538 -0.303 -0.047
O -18.086 3.583 -6.064 0.041 -0.481 0.31
O 5.035 -1.304 -6.227 -0.236 -0.078 0.33
O -2.695 2.657 -0.355 -0.042 -0.124 -0.47
O 28.439 4.57 -4.878 0.03 -0.275 0.297
O 9.695 3.762 -2.498 -0.056 0.19 -0.001
O 5.844 5.452 24.72 0.27 0.101 -0.161
O 24.881 -8.099 -6.775 -0.446 0.463 0.253
O 19.47 0.833 25.412 -0.096 -0.571 0.202
O -21.135 -4.492 -2.781 0.272 -0.092 0.374
O 19.129 -4.754 -3.102 0.025 -0.343 -0.056
O -16.917 -3.723 25.697 -0.394 0.306 0.051
O 25.709 6.791 -4.739 0.247 -0.613 0.316
O 0.17 3.54 -3.836 -0.593 -0.315 0.085
O 17.596 -2.723 -2.583 0.217 -0.081 -0.184
O 12.921 5.422 -5.711 0.097 0.268 -0.169
O -31.566 -7.541 25.783 -0.253 0.352 -0.524
O 1.627 -3.856 -5.662 0.377 0.071 -0.139
O 11.741 -0.797 23.088 0.452 -0.013 0.523
O -7.79 2.419 -0.251 -0.016 0.165 -0.598
O -7.204 -4.748 25.984 -0.585 0.131 0.35
O -8.119 -1.909 -3.84 0.14 -0.108 0.289
O 23.137 1.205 24.397 -0.219 -0.293 -0.066
O -14.962 -2.004 25.628 0.571 0.012 -0.022
O 16.564 -0.307 -3.181 -0.141 0.034 -0.248
O 11.151 -0.265 -0.427 0.095 -0.141 -0.623
O 31.323 0.59 -4.986 -0.02 0.728 -0.271
O 3.252 6.966 -1.063 -0.047 -0.189 -0.101
O -2.882 6.121 25.302 0.446 0.232 0.187
O 4.57 3.471 -5.093 0.186 -0.093 -0.628
O 10.719 -5.652 25.076 0.348 -0.002 0.143
O -5.236 -0.222 24.699 0.395 0.292 -0.121
O -22.112 0.395 24.759 0.311 0.259 0.271
O 23.126 7.24 -5.057 -0.597 0.414 -0.426
O -15.727 4.537 -6.824 0.396 -0.311 0.14
O -28.032 -3.872 -5.401 -0.292 -0.622 -0.148
O -18.075 4.422 24.795 -0.479 0.225 0.337
O -29.355 -6.93 -5.694 -0.159 0.544 0.036
O 27.936 -0.094 25.724 0.038 0.49 0.267
O 0.126 -6.224 25.009 -0.086 -0.343 0.318
O 9.991 1.865 -4.414 0.337 -0.197 0.072
O 25.42 7.513 24.282 0.669 0.096 -0.33
O -7.777 -0.145 25.256 -0.065 0.132 0.695
O -8.482 -2.667 24.89 -0.276 -0.117 0.337
O -10.461 3.112 25.515 0.182 -0.648 0.015
O 22.44 -6.625 -1.062 -0.451 -0.334 -0.343
O 28.297 2.197 -5.825 0.141 -0.349 -0.369
O -6.442 -6.793 -5.708 -0.635 -0.332 -0.187
O 4.188 0.865 -4.867 -0.496 -0.184 -0.18
O -32.423 6.35 25.066 0.498 -0.242 0.141
O 4.916 -5.767 24.563 -0.113 -0.378 0.094
O -14.502 -4.65 25.228 0.691 0.199 -0.284
O -2.617 3.224 -6.439 -0.153 0.204 -0.002
O -3.47 -2.232 24.825 -0.078 -0.476 0.092
O -20.585 0.217 -5.909 -0.072 0.64 -0.077
O 17.878 4.95 -5.683 0.1 0.132 0.398
O -29.185 1.223 23.305 -0.493 -0.158 0.027
O -23.224 -3.669 -4.001 -0.79 0.108 -0.05
O 26.32 0.511 -5.389 0.091 0.057 -0.394
O 18.29 -7.207 -4.249 0.003 0.741 0.072
O -22.445 -2.122 -2.057 -0.506 0.086 0.423
O 28.377 4.325 25.86 0.141 0.485 -0.067
O 18.83 3.113 -3.859 -0.011 -0.25 -0.15
O 26.025 -4.28 26.024 0.624 -0.098 0.082
O -32.317 -5.33 -3.465 0.402 -0.201 -0.03
O -12.786 -2.881 -1.116 0.306 -0.06 0.062
O -25.865 -4.109 -7.023 0.017 0.047 -0.492
O 20.633 -4.667 -0.887 -0.299 -0.142 -0.321
O -27.888 2.241 25.29 0.154 0.454 -0.279
O -20.947 -6.633 26.005 -0.189 -0.059 0.027
O 32.145 2.346 25.678 -0.288 0.303 -0.254

Results
total energy: -406612.985 eV
total energy less fixed offsets of O -438.25, Si -107.07 eV per atom: -0.185 eV
